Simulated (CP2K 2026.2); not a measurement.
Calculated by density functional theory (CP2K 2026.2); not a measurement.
Periodic cell of 2016 atoms, Si1440O576, from a study of silicon, its oxide and their interface. The atomic structure is a simulated model.
Doubt: the forces sum to 2.88 eV/angstrom along one axis rather than to zero, so they err by at least 0.0014 eV/angstrom per atom on average; the grid cutoff is modest.

Settings: functional PBE; method Gaussian and plane waves; basis set DZVP-MOLOPT-SR-GTH; pseudopotentials GTH-PBE; grid cutoff 300 Ry, relative cutoff 40 Ry; k points Gamma only; occupations fixed; spin none; net charge 0.

Cell vectors (angstrom)
a 65.28 0 0
b 0 16.32 0
c -2.5334 1.9406 33.416

Atoms and the computed forces on them: element, x, y, z (angstrom), force x, y, z (eV/angstrom)
Si 0.646 -1.281 -0.045 0.471 -0.15 0.625
Si 3.296 1.752 -0.055 0.127 -0.169 0.744
Si 1.251 4.033 0.443 0.057 -0.089 0.54
Si 3.957 6.603 0.02 -0.063 0.241 0.72
Si 1.252 -6.572 0.263 0.058 -0.343 0.654
Si 4.055 -4.215 0.416 -0.005 0.022 0.603
Si 6.707 -1.405 0.293 -0.198 0.199 0.572
Si 9.248 1.582 0.111 -0.239 0.206 0.524
Si 6.154 4.36 -0.093 0.155 -0.266 0.773
Si 9.03 6.606 -0.245 0.135 0.292 0.71
Si 6.284 9.987 0.16 0.047 -0.201 0.714
Si 8.984 -3.613 -0.122 0.31 -0.475 0.59
Si 12.215 -1.759 -0.317 -0.137 0.303 0.619
Si 14.638 1.46 -0.43 0.368 -0.356 0.563
Si 12.392 3.723 -0.107 -0.226 0.353 0.641
Si 15.183 6.424 -0.34 -0.206 0.236 0.748
Si 11.884 -6.731 -0.505 -0.146 -0.016 0.7
Si 14.444 -3.99 -0.262 0.22 -0.001 0.699
Si 18.149 -2.067 -0.403 -0.103 0.191 0.702
Si 20.818 0.968 -0.099 -0.218 0.087 0.763
Si 17.491 4.233 -0.425 0.272 -0.196 0.739
Si 20.394 7.108 -0.196 0.079 -0.258 0.687
Si 17.954 -7.213 -0.214 -0.069 0.241 0.733
Si 20.47 12.179 0.13 0.016 0.003 0.434
Si 23.124 -1.114 0.05 0.012 -0.231 0.727
Si 25.672 1.664 -0.057 0.314 -0.211 0.7
Si 23.346 3.779 0.152 -0.078 0.149 0.703
Si 26.162 6.656 0.151 -0.371 0.255 0.604
Si 22.794 10.121 -0.136 -0.027 -0.171 0.703
Si 25.962 12.126 -0.111 -0.142 0.356 0.692
Si 28.759 -1.234 -0.273 -0.145 -0.01 0.723
Si 32.081 0.758 -0.081 -0.151 0.141 0.701
Si 28.545 4.514 0.149 0.291 -0.472 0.619
Si 31.63 6.681 -0.058 -0.162 0.24 0.672
Si 28.11 9.764 -0.175 0.441 -0.167 0.619
Si 31.892 12.065 0.022 -0.398 -0.004 0.71
Si 34.284 -1.449 0.392 0.04 -0.036 0.438
Si 36.916 1.538 0.158 -0.007 -0.087 0.695
Si 33.82 4.358 -0.105 0.336 -0.257 0.693
Si 37.158 6.569 0.073 -0.189 0.11 0.746
Si 33.975 9.765 0.096 0.156 -0.106 0.729
Si 36.428 12.653 0.041 0.138 -0.015 0.687
Si 39.855 -1.423 0.127 -0.42 0.289 0.664
Si -22.758 1.3 0.228 -0.239 0.157 0.733
Si 39.443 4.428 0.093 0.055 -0.258 0.716
Si -23.362 7.074 0.131 0.206 -0.009 0.678
Si 39.73 9.301 0.156 -0.073 0.111 0.702
Si -23.284 -3.817 0.153 0.271 -0.291 0.673
Si -20.644 -1.012 0.313 0.127 -0.14 0.809
Si -17.796 1.411 0.086 0.296 -0.169 0.74
Si -19.877 3.797 0.126 -0.102 0.21 0.763
Si -17.602 7.248 0.024 0.085 -0.374 0.693
Si -20.036 -7.04 0.026 -0.246 0.132 0.7
Si -17.387 -4.42 0.162 -0.084 0.268 0.733
Si -14.771 -1.523 0.034 -0.223 0.163 0.769
Si -12.111 1.265 0.555 0.031 -0.059 0.475
Si -14.273 3.502 0.13 -0.224 0.079 0.73
Si -11.927 6.482 0.316 -0.177 0.135 0.662
Si -15.131 -6.597 0.275 0.204 -0.033 0.704
Si -12.536 -3.738 -0.069 0.296 -0.198 0.753
Si -9.873 -0.834 0.203 -0.079 -0.122 0.653
Si -6.635 0.999 0.462 -0.023 0.15 0.744
Si -9.72 4.226 0.248 0.172 -0.21 0.713
Si -6.713 6.349 0.195 -0.134 0.431 0.731
Si -9.484 -6.945 -0.096 0.142 -0.037 0.737
Si -6.635 -4.268 0.194 -0.314 0.171 0.743
Si -4.45 -1.211 0.327 0.144 -0.002 0.608
Si -1.296 1.236 0.13 -0.229 0.166 0.733
Si -4.416 4.182 0.198 0.273 -0.194 0.76
Si -0.917 6.252 -0.078 -0.263 0.238 0.701
Si -4.36 -6.499 -0.008 0.261 -0.479 0.65
Si -1.25 -4.645 0.106 -0.273 0.386 0.731
Si 2.376 -0.063 1.188 0.004 -0.017 -0.073
Si 5.066 2.733 1.223 0.013 -0.004 -0.116
Si 2.634 5.466 1.583 0.019 0.007 -0.056
Si 5.176 8.217 1.272 0.027 -0.029 -0.053
Si 2.587 -5.413 1.722 -0.004 0.009 -0.032
Si 5.246 -2.639 1.591 0.01 0.037 -0.032
Si 7.885 0.206 1.453 0.012 0.045 0.01
Si 10.756 2.82 1.303 0.02 0.038 0.025
Si 7.794 5.395 1.277 -0.03 -0.034 -0.06
Si 10.591 -8.216 0.877 -0.017 -0.023 -0.064
Si 7.989 -5.28 1.295 0.023 0.03 -0.01
Si 10.694 -2.701 1.196 0.006 -0.004 -0.029
Si 13.472 -0.126 0.897 -0.031 0.002 -0.021
Si 16.318 2.601 0.862 -0.012 0.025 -0.062
Si 13.555 5.392 1.036 -0.02 0.035 -0.002
Si 16.259 -8.268 1.008 0.001 -0.03 -0.031
Si 13.26 -5.499 1.052 -0.031 -0.012 -0.055
Si 16.28 -2.912 0.886 -0.043 0.031 -0.037
Si 19.065 -0.223 0.931 -0.001 -0.015 -0.071
Si 21.784 2.57 1.346 -0.002 -0.012 -0.067
Si 19.134 5.378 0.907 -0.036 0.023 -0.039
Si 21.829 8.33 1.158 0.028 -0.016 -0.08
Si 18.983 10.744 1.19 0.02 -0.029 -0.027
Si 21.872 -2.694 1.296 0.016 0.009 -0.048
Si 24.6 0.097 1.348 0.004 0.015 -0.041
Si 27.381 2.734 1.187 -0.013 -0.007 -0.061
Si 24.508 5.462 1.278 -0.024 -0.007 -0.049
Si 27.229 8.278 1.425 0.014 0.017 -0.019
Si 24.444 11.015 1.291 0.037 -0.023 -0.101
Si 27.231 -2.544 1.04 0.018 -0.034 -0.046
Si 30.24 -0.115 1.176 -0.023 0.052 -0.069
Si 32.837 2.646 1.194 -0.03 0.018 -0.05
Si 30.129 5.59 1.396 0.037 -0.004 -0.037
Si 32.76 8.206 1.321 0.005 -0.025 -0.06
Si 29.993 10.899 0.951 0.016 0.019 -0.032
Si 32.856 -2.82 1.602 0.012 -0.014 -0.028
Si 35.582 0.124 1.499 0.058 -0.02 -0.035
Si 38.339 2.812 1.449 -0.021 0.05 -0.056
Si 35.472 5.43 1.246 0.01 -0.018 -0.042
Si 38.215 8.128 1.478 0.006 -0.01 -0.051
Si 35.479 10.979 1.418 0.022 0.018 -0.062
Si 38.149 -2.596 1.287 0.017 -0.008 -0.025
Si -24.336 0.118 1.506 -0.002 0.004 -0.018
Si -21.547 2.824 1.491 0.009 -0.001 -0.057
Si -24.39 5.537 1.534 -0.007 -0.01 -0.052
Si -21.643 -8.163 1.329 -0.013 0.005 -0.03
Si -24.379 -5.441 1.427 0 -0.004 -0.039
Si -21.702 -2.71 1.503 -0.007 0.004 -0.07
Si -18.97 0.018 1.553 0.009 0.029 -0.079
Si -16.12 2.577 1.32 -0.039 0.014 -0.047
Si -18.737 5.495 1.265 -0.009 0.016 -0.041
Si -16.256 -8.093 1.646 -0.025 0.007 -0.043
Si -18.987 -5.49 1.465 0.018 0.001 -0.058
Si -16.285 -2.729 1.388 0.021 -0.009 -0.075
Si -13.627 -0.127 1.578 -0.017 -0.05 -0.048
Si -10.752 2.701 1.711 -0.003 0.022 -0.026
Si -13.544 5.315 1.496 -0.033 0.001 -0.049
Si -10.708 -8.251 1.483 -0.001 0.063 -0.034
Si -13.484 -5.387 1.36 0.016 0.026 -0.041
Si -10.928 -2.65 1.311 0.002 -0.019 -0.096
Si -8.27 -0.023 1.722 -0.007 -0.019 -0.069
Si -5.482 2.655 1.619 -0.005 0.019 -0.069
Si -8.198 5.327 1.647 0.004 0.006 -0.06
Si -5.51 8.115 1.21 -0.001 -0.043 -0.038
Si -8.263 -5.483 1.338 -0.004 -0.039 -0.073
Si -5.56 -2.767 1.622 -0.001 0.003 -0.035
Si -2.855 0.046 1.47 0.008 -0.006 -0.045
Si -0.185 2.662 1.608 -0.019 -0.029 -0.042
Si -2.696 5.357 1.298 0.007 0.02 -0.06
Si -0.014 8.025 1.28 -0.031 0.037 -0.041
Si -2.83 -5.59 1.517 -0.044 -0.003 -0.037
Si -0.306 -2.843 1.37 -0.022 -0.057 -0.031
Si 1.19 1.227 2.803 0.059 -0.008 0.032
Si 3.955 4.045 2.818 0.004 -0.039 0.07
Si 1.234 6.806 2.844 0.001 0.029 0.011
Si 3.957 9.459 2.864 0.041 -0.023 0.034
Si 1.133 -4.017 2.849 -0.036 0.015 0.019
Si 3.778 -1.264 2.717 -0.046 0.035 0.012
Si 6.448 1.473 2.701 0.008 0.063 0.036
Si 9.308 4.134 2.59 -0.022 -0.009 0.036
Si 6.556 6.839 2.639 -0.015 0.036 0.013
Si 9.367 -6.829 2.432 -0.012 -0.009 -0.014
Si 6.704 -4.007 2.805 0.038 -0.016 0.021
Si 9.386 -1.266 2.59 -0.011 -0.019 0.009
Si 12.152 1.259 2.418 0.046 -0.009 -0.006
Si 14.947 3.969 2.342 0.042 -0.025 0.013
Si 12.071 6.79 2.294 -0.021 0.011 0.001
Si 14.802 -6.866 2.3 0.014 -0.005 0
Si 12.025 -4.134 2.512 0.001 0.014 -0.002
Si 14.927 -1.444 2.26 -0.005 0.003 0.009
Si 17.67 1.231 2.247 0.028 -0.002 0.013
Si 20.363 4.05 2.44 -0.011 0.031 0.012
Si 17.694 6.698 2.355 0.026 -0.01 0.027
Si 20.399 9.502 2.586 -0.004 0.017 0.036
Si 17.547 12.126 2.424 0.034 0.014 0.005
Si 20.384 -1.384 2.522 0.003 0.017 0.052
Si 23.184 1.337 2.724 -0.003 -0.003 0.056
Si 25.955 4.08 2.585 0.002 -0.006 0.014
Si 23.133 6.883 2.518 -0.028 -0.019 0.026
Si 25.778 9.601 2.65 -0.008 0.015 0.031
Si 23.17 12.316 2.701 -0.007 0.02 0.045
Si 25.954 -1.327 2.585 -0.004 -0.022 0.002
Si 28.779 1.319 2.477 0.004 -0.008 0.011
Si 31.437 4.028 2.591 0.01 0.014 0.035
Si 28.687 6.921 2.701 -0.017 -0.023 -0.012
Si 31.296 9.582 2.543 -0.025 0.03 0.005
Si 28.635 12.309 2.376 -0.005 0.013 0.038
Si 31.401 -1.41 2.739 -0.033 -0.009 0.018
Si 34.135 1.442 2.753 -0.001 0 0.02
Si 36.817 4.115 2.709 0.019 0.017 0.037
Si 34.15 6.824 2.642 0.018 0.008 0.01
Si 36.842 9.567 2.719 -0.008 -0.011 0.019
Si 34.19 12.194 2.931 0.003 0.002 0.047
Si 36.927 -1.271 2.799 0.008 -0.031 0.042
Si -25.677 1.446 2.855 -0.032 -0.025 0.015
Si -22.974 4.15 2.8 -0.006 -0.011 0.001
Si -25.743 6.837 2.91 -0.013 0.007 0.035
Si -22.958 -6.776 2.758 -0.016 -0.02 0.006
Si -25.801 -4.033 2.696 -0.014 0.026 0.01
Si -23.041 -1.324 2.863 0.003 0.02 0.049
Si -20.289 1.415 2.899 -0.02 -0.013 0.051
Si -17.454 4.075 2.68 -0.007 -0.028 0.004
Si -20.252 6.765 2.675 0.016 -0.005 -0.019
Si -17.67 -6.782 2.939 0.001 0.031 0.026
Si -20.313 -4.078 2.802 -0.006 0 0.01
Si -17.611 -1.399 2.819 0.025 0.003 0.002
Si -14.94 1.288 2.882 0.016 0.021 0.017
Si -12.184 4.075 2.965 -0.006 -0.013 0.036
Si -14.9 6.732 2.828 0.045 -0.007 0.02
Si -12.152 -6.81 2.719 -0.003 -0.014 0.024
Si -14.889 -4.077 2.783 -0.019 0.002 0.033
Si -12.221 -1.443 2.886 0.003 0 0.018
Si -9.471 1.378 3.1 0.004 0.015 0.054
Si -6.845 3.983 2.973 -0.024 -0.019 0.035
Si -9.471 6.771 2.965 0.024 -0.004 0.015
Si -6.85 -6.855 2.689 0.008 -0.016 -0.004
Si -9.59 -4.075 2.7 -0.017 0.029 0.002
Si -6.924 -1.451 2.983 0.019 0.01 0.036
Si -4.129 1.332 2.948 0.034 0.002 0.039
Si -1.533 4.053 2.872 -0.026 0.002 0.009
Si -4.097 6.787 2.638 -0.015 0.008 0.01
Si -1.422 -6.979 2.745 0.025 -0.037 0.025
Si -4.126 -4.136 2.87 0.013 -0.013 -0.008
Si -1.547 -1.419 2.786 0.01 0.023 0.014
Si -0.157 -0.089 4.173 -0.014 0 -0.008
Si 2.563 2.661 4.118 0.002 -0.03 -0.022
Si -0.129 5.422 4.171 -0.002 -0.007 0.002
Si 2.585 8.142 4.21 0.013 -0.004 0.003
Si -0.149 -5.504 4.13 -0.024 -0.003 -0.032
Si 2.529 -2.664 4.145 -0.004 0.047 -0.003
Si 5.193 0.053 4.07 -0.005 -0.022 0.018
Si 7.973 2.761 3.971 -0.008 -0.005 -0.021
Si 5.315 5.451 4.092 0.017 -0.001 -0.008
Si 8.026 -8.14 3.899 0.01 0.013 -0.002
Si 5.354 -5.44 4.107 0.006 0.007 -0.01
Si 8.094 -2.635 4.036 -0.004 0.03 0.013
Si 10.816 0.008 3.9 0.017 -0.003 0.037
Si 13.547 2.652 3.727 -0.03 0.009 0.024
Si 10.76 5.491 3.816 0.033 0.014 0.007
Si 13.468 -8.216 3.704 -0.019 -0.008 0.005
Si 10.717 -5.507 3.868 -0.019 -0.004 0.01
Si 13.531 -2.757 3.718 -0.001 0.014 -0.01
Si 16.264 -0.064 3.666 -0.011 -0.003 -0.012
Si 18.975 2.635 3.713 -0.005 -0.029 -0.004
Si 16.296 5.348 3.718 0.003 0.013 -0.008
Si 18.998 8.071 3.808 -0.007 -0.018 -0.009
Si 16.171 10.781 3.747 -0.016 -0.013 0.022
Si 18.965 -2.799 3.775 0.009 -0.006 -0.017
Si 21.746 -0.051 3.934 -0.001 -0.017 0.013
Si 24.575 2.746 3.963 0.004 0.016 0.017
Si 21.741 5.442 3.798 0.018 0.005 -0.015
Si 24.479 8.166 3.954 -0.013 0.014 0.016
Si 21.755 10.887 3.929 -0.01 -0.034 -0.01
Si 24.577 -2.661 3.973 -0.011 0.013 0.023
Si 27.361 0.015 3.892 0.014 0.025 -0.008
Si 30.033 2.704 3.932 -0.018 0.003 0.006
Si 27.297 5.463 3.939 -0.016 0 0.031
Si 30.039 8.252 4.026 0.01 0.012 0.027
Si 27.272 10.971 3.856 0.005 0.039 -0.038
Si 29.951 -2.771 3.952 0.003 -0.033 -0.006
Si 32.752 0.023 4.041 0 0.006 0.005
Si 35.489 2.772 4.115 0.028 0.003 0.013
Si 32.781 5.427 3.972 0.003 -0.025 -0.029
Si 35.46 8.187 4.052 -0.012 0.002 -0.004
Si 32.676 10.834 4.053 -0.022 -0.016 0.002
Si 35.545 -2.66 4.148 0.006 0.007 -0.011
Si -27.04 0.063 4.187 -0.004 -0.006 0
Si -24.321 2.79 4.185 0.009 0.009 0.01
Si -27.144 5.453 4.157 0.003 -0.021 -0.007
Si -24.333 -8.102 4.165 0.013 -0.005 -0.007
Si -27.095 -5.403 4.104 0.01 0.015 0
Si -24.44 -2.706 4.136 -0.012 0.004 -0.009
Si -21.666 0.029 4.216 0.009 -0.017 -0.004
Si -18.872 2.787 4.145 0.019 0.014 -0.006
Si -21.608 5.487 4.14 0.031 0.016 0.004
Si -19.018 -8.202 4.189 -0.012 -0.008 -0.005
Si -21.664 -5.427 4.173 -0.012 -0.01 -0.002
Si -18.965 -2.734 4.187 -0.006 -0.006 0.017
Si -16.294 -0.042 4.232 0.005 -0.007 0.01
Si -13.578 2.675 4.245 0.003 0.004 -0.021
Si -16.241 5.401 4.199 -0.023 -0.012 0.018
Si -13.525 -8.165 4.124 0.01 -0.008 -0.008
Si -16.253 -5.407 4.198 -0.009 0.012 0.001
Si -13.578 -2.77 4.243 -0.004 -0.014 -0.021
Si -10.908 -0.043 4.28 -0.014 -0.016 -0.012
Si -8.142 2.715 4.425 0.005 0.01 0.029
Si -10.865 5.452 4.313 0.014 -0.019 0.007
Si -8.112 -8.146 4.22 0.012 -0.006 0.008
Si -10.879 -5.439 4.144 0.009 0.016 -0.019
Si -8.276 -2.824 4.245 -0.027 -0.024 0.019
Si -5.519 -0.044 4.261 -0.025 0.023 -0.02
Si -2.819 2.712 4.287 0.016 -0.014 0.012
Si -5.438 5.454 4.139 0.025 0.013 -0.036
Si -2.808 8.079 4.141 0.018 -0.011 0.004
Si -5.525 -5.515 4.144 -0.014 0 -0.012
Si -2.827 -2.75 4.224 -0.023 0.023 0.029
Si 1.388 -1.395 16.389 0.005 -0.017 -0.009
Si 4.136 1.343 16.314 0.006 0.01 -0.005
Si 1.421 4.047 16.371 -0.019 -0.01 -0.004
Si 4.146 6.818 16.284 0.002 0.003 -0.001
Si 1.414 -6.794 16.325 0.001 0.003 -0.016
Si 4.131 -4.039 16.285 0.006 -0.011 0
Si 6.817 -1.359 16.254 0 -0.012 0.002
Si 9.568 1.332 16.137 -0.006 0 -0.005
Si 6.864 4.092 16.175 -0.002 -0.011 -0.011
Si 9.567 -9.555 16.103 -0.019 0.01 -0.004
Si 6.833 -6.8 16.148 -0.01 0.005 -0.022
Si 9.559 -4.114 16.135 0.011 -0.01 0.002
Si 12.236 -1.408 16.031 -0.006 -0.013 -0.01
Si 14.945 1.307 15.986 0.001 0.006 -0.026
Si 12.285 4.034 16.087 0 -0.017 0.003
Si 15.006 -9.556 16.039 -0.003 0.007 0
Si 12.275 -6.81 16.038 0.004 -0.018 -0.013
Si 14.972 -4.137 15.993 -0.004 -0.003 -0.008
Si 17.646 -1.435 15.966 -0.005 -0.013 -0.019
Si 20.373 1.287 16.011 -0.004 -0.01 -0.002
Si 17.67 4.03 15.973 0.001 0.006 -0.012
Si 20.316 6.676 15.953 0.003 -0.014 -0.008
Si 17.65 9.415 15.987 -0.011 -0.017 0.005
Si 20.371 -4.185 15.96 -0.003 -0.003 -0.011
Si 23.045 -1.433 15.991 0.016 0.008 -0.006
Si 25.754 1.255 16.093 -0.022 0.013 0.011
Si 23.049 3.992 16.018 -0.008 -0.008 -0.012
Si 25.796 6.722 16.103 -0.016 0.011 0.001
Si 23.054 9.469 15.997 0 0.012 -0.016
Si 25.77 -4.146 16.028 0 0.018 -0.002
Si 28.468 -1.37 16.184 -0.01 -0.009 0.009
Si 31.204 1.36 16.254 0.003 0.016 -0.001
Si 28.522 4.039 16.18 0.019 0.001 0.008
Si 31.256 6.758 16.232 0.001 0.019 0.002
Si 28.481 9.477 16.096 -0.008 0.008 -0.009
Si 31.214 -4.099 16.246 -0.009 0.001 -0.001
Si 33.945 -1.356 16.289 0.003 -0.001 -0.001
Si 36.717 1.4 16.355 0.008 0.003 0.002
Si 33.929 4.112 16.307 -0.009 -0.009 -0.001
Si 36.674 6.839 16.325 0.012 -0.01 -0.007
Si 33.896 9.535 16.302 -0.01 0.003 0.001
Si 36.669 -4.047 16.355 0.015 0.002 0.005
Si -25.873 -1.299 16.39 0.003 0.01 -0.004
Si -23.138 1.366 16.396 -0.001 -0.01 -0.011
Si -25.903 4.096 16.355 -0.009 0.005 0
Si -23.127 -9.466 16.425 0.006 0.012 -0.01
Si -25.86 -6.75 16.37 0.006 0.001 -0.016
Si -23.104 -4.029 16.434 0.007 -0.001 0.007
Si -20.375 -1.373 16.474 -0.01 0.003 -0.01
Si -17.668 1.352 16.491 -0.008 0.001 -0.009
Si -20.409 4.099 16.43 -0.008 0.008 -0.018
Si -17.681 -9.502 16.479 -0.003 0.004 -0.004
Si -20.375 -6.778 16.459 0.013 0.006 -0.007
Si -17.7 -4.101 16.545 -0.002 0.008 0
Si -14.97 -1.35 16.517 0.01 0.001 0.002
Si -12.257 1.414 16.506 -0.006 -0.006 -0.007
Si -14.939 4.088 16.536 0.006 -0.007 0.013
Si -12.288 -9.507 16.515 -0.023 0.008 0.005
Si -14.971 -6.792 16.541 -0.001 -0.005 -0.002
Si -12.22 -4.062 16.488 0.01 -0.006 -0.006
Si -9.455 -1.305 16.53 0.004 0.013 0.005
Si -6.729 1.427 16.501 0.013 0.004 -0.004
Si -9.498 4.131 16.492 0.002 0.014 0.011
Si -6.758 6.843 16.495 0.006 0.001 -0.016
Si -9.46 -6.751 16.506 0.021 0.011 0.001
Si -6.768 -4.01 16.499 0.007 0.007 -0.005
Si -4.021 -1.299 16.473 0.009 0.002 -0.011
Si -1.309 1.401 16.479 0.006 -0.008 0.006
Si -4.016 4.12 16.516 -0.006 0.007 -0.003
Si -1.321 6.817 16.404 -0.008 -0.03 -0.007
Si -4.025 9.537 16.483 0.009 0.012 0.002
Si -1.305 -4.056 16.416 0.014 -0.011 -0.016
Si 2.781 -0.037 17.693 -0.009 0.01 -0.014
Si 5.544 2.753 17.571 0.013 -0.007 0.004
Si 2.779 5.466 17.646 0.005 0.006 -0.02
Si 5.563 8.181 17.587 -0.006 0.005 0.008
Si 2.784 -5.409 17.624 -0.01 -0.001 -0.012
Si 5.47 -2.687 17.691 -0.032 0.006 0.002
Si 8.236 -0.006 17.543 -0.008 0.012 0.02
Si 10.938 2.689 17.479 0.002 0.004 -0.006
Si 8.239 5.434 17.524 -0.01 0.004 0.013
Si 10.924 -8.154 17.389 0.004 0.002 0.006
Si 8.146 -5.424 17.495 -0.008 0.001 0.002
Si 10.969 -2.781 17.454 -0.008 -0.002 0.021
Si 13.587 -0.037 17.346 0.014 0.007 -0.004
Si 16.319 2.667 17.297 -0.019 0.008 -0.003
Si 13.694 5.387 17.398 0.016 0.005 0.022
Si 16.348 -8.221 17.448 0.015 0.011 0.014
Si 13.678 -5.499 17.39 0.007 0.008 -0.005
Si 16.303 -2.773 17.348 -0.002 -0.001 0.021
Si 19.016 -0.113 17.317 0.007 0.028 0.014
Si 21.709 2.642 17.403 0.036 0.003 0.012
Si 19 5.341 17.392 0.004 -0.01 0.024
Si 21.663 8.053 17.242 0.002 0.007 -0.005
Si 19.027 10.759 17.296 0.042 0.014 0.009
Si 21.74 -2.858 17.314 0.019 -0.014 0
Si 24.313 -0.084 17.42 0.004 -0.006 0.029
Si 27.144 2.595 17.431 -0.01 -0.007 -0.015
Si 24.412 5.306 17.388 0.022 0.008 0.013
Si 27.145 8.112 17.456 0.021 -0.017 -0.002
Si 24.394 10.834 17.374 -0.014 0.008 0.014
Si 27.058 -2.789 17.439 0.004 0.011 -0.002
Si 29.831 -0.026 17.592 -0.003 0.003 -0.014
Si 32.491 2.783 17.64 -0.004 0.002 -0.004
Si 29.883 5.398 17.579 0.012 -0.018 0.008
Si 32.573 8.107 17.656 0.004 -0.005 0.003
Si 29.787 10.817 17.502 0.003 0.006 0
Si 32.556 -2.717 17.633 0.004 -0.01 -0.006
Si 35.325 0.007 17.631 0.007 -0.003 -0.017
Si 38.049 2.762 17.787 -0.009 -0.001 0.002
Si 35.317 5.463 17.67 0.001 0.019 -0.016
Si 37.991 8.247 17.686 0.011 0.012 0.008
Si 35.21 10.945 17.662 -0.007 -0.002 -0.027
Si 38.015 -2.652 17.719 -0.027 -0.004 0.025
Si -24.509 0.046 17.782 0.017 -0.001 0.01
Si -21.758 2.696 17.744 -0.01 0.011 0.006
Si -24.569 5.488 17.677 0.009 0.008 0.006
Si -21.759 -8.097 17.808 -0.012 -0.011 -0.018
Si -24.471 -5.418 17.742 -0.003 -0.011 -0.009
Si -21.76 -2.683 17.852 -0.005 0.003 0.036
Si -18.975 -0.063 17.852 0.038 -0.023 -0.016
Si -16.315 2.705 17.862 -0.002 -0.011 -0.003
Si -19.085 5.481 17.803 0.015 -0.007 0.008
Si -16.33 -8.188 17.9 0.005 0.021 -0.016
Si -19.016 -5.522 17.926 0 -0.048 0.021
Si -16.357 -2.697 17.886 -0.019 -0.029 -0.015
Si -13.621 0.043 17.858 -0.009 0.021 0.026
Si -10.925 2.832 17.836 0.003 0.019 -0.015
Si -13.642 5.478 17.957 -0.009 0.015 0.002
Si -10.871 -8.132 17.773 0.016 0 -0.004
Si -13.615 -5.377 17.859 0.005 0.016 0.003
Si -10.807 -2.735 17.828 0.003 -0.014 -0.019
Si -8.074 0.098 17.876 -0.023 -0.024 0.019
Si -5.357 2.76 17.905 0.005 0.01 -0.001
Si -8.089 5.461 17.847 -0.035 -0.023 0.012
Si -5.398 8.203 17.866 0.013 -0.014 0.002
Si -8.088 -5.375 17.89 -0.019 0 -0.003
Si -5.407 -2.612 17.829 -0.019 -0.002 0.021
Si -2.673 0.059 17.862 -0.013 0.002 -0.013
Si 0.125 2.707 17.834 0.018 -0.004 0.036
Si -2.664 5.532 17.849 0.004 0.015 0.015
Si 0.087 -8.162 17.707 0.018 0.019 -0.003
Si -2.613 -5.426 17.797 -0.015 0.003 0.001
Si 0.04 -2.728 17.82 0.001 -0.006 0.033
Si 1.485 1.225 19.175 -0.043 0.007 -0.008
Si 4.178 4.111 18.924 0.012 -0.013 -0.012
Si 1.478 6.834 19.06 -0.011 -0.034 -0.008
Si 4.225 -6.718 18.903 -0.005 0.015 -0.037
Si 1.425 -4.178 19.099 -0.01 -0.02 -0.015
Si 4.091 -1.354 19.122 0.012 -0.009 0.011
Si 6.947 1.435 18.913 0.022 -0.002 -0.007
Si 9.623 4.075 18.855 -0.011 0.009 -0.021
Si 6.949 6.816 18.932 0.011 0.014 -0.041
Si 9.514 -6.833 18.738 -0.025 -0.032 -0.017
Si 6.874 -4.067 18.974 0.008 -0.025 -0.011
Si 9.585 -1.465 18.82 -0.004 0.013 -0.038
Si 12.296 1.286 18.787 -0.01 -0.005 -0.002
Si 15.069 4.004 18.752 0.017 0.008 -0.019
Si 12.368 -9.478 18.67 0.025 0 -0.052
Si 15.025 -6.808 18.811 -0.011 0.008 -0.007
Si 12.394 -4.137 18.777 -0.004 0.031 -0.025
Si 14.91 -1.405 18.683 -0.002 -0.022 -0.027
Si 17.637 1.269 18.611 -0.017 -0.001 -0.025
Si 20.311 3.94 18.766 -0.011 -0.008 -0.014
Si 17.701 -9.617 18.801 -0.022 0.011 -0.016
Si 20.337 9.346 18.648 -0.02 -0.018 -0.032
Si 17.687 -4.187 18.617 0.005 0.007 -0.045
Si 20.379 -1.522 18.621 -0.012 -0.012 -0.019
Si 23.005 1.291 18.834 0.011 -0.017 -0.007
Si 25.742 3.883 18.743 -0.024 0.009 -0.031
Si 22.978 6.705 18.596 -0.008 -0.014 -0.049
Si 25.72 9.469 18.722 0.004 0 -0.026
Si 23.029 -4.184 18.779 0 0.022 -0.003
Si 25.56 -1.542 18.758 -0.02 -0.064 -0.029
Si 28.424 1.303 18.929 0.003 0.04 0.026
Si 31.131 4.094 19.119 0.011 -0.019 0.012
Si 28.513 6.794 18.858 0.003 0.023 -0.022
Si 31.073 9.43 18.898 -0.025 -0.015 0.009
Si 28.411 -4.127 18.819 -0.011 0.007 -0.035
Si 31.163 -1.393 18.979 -0.021 -0.009 -0.021
Si 33.924 1.41 18.863 0.018 0.003 -0.03
Si 36.654 4.162 19.106 0.041 -0.016 -0.014
Si 33.988 6.787 19.069 -0.024 0.026 -0.006
Si 36.536 9.584 19.004 0.008 -0.04 -0.006
Si 33.89 -4.008 19.08 0.046 0.001 -0.002
Si 36.607 -1.323 19.103 -0.009 0.013 -0.022
Si 39.421 1.4 19.172 0.008 0.006 0.007
Si -23.204 4.086 18.962 -0.018 0.001 -0.037
Si 39.376 6.906 19.02 -0.005 -0.027 -0.012
Si -23.1 -6.721 19.172 0.011 0.021 -0.018
Si 39.438 -4.012 19.01 -0.001 0.016 -0.022
Si -23.142 -1.267 19.19 0.009 0.002 -0.024
Si -20.386 1.295 19.095 -0.02 0.008 -0.021
Si -17.723 4.107 19.124 0.011 -0.005 -0.03
Si -20.429 -9.467 19.185 0.01 0.025 -0.012
Si -17.666 -6.944 19.363 -0.023 0.023 -0.026
Si -20.393 -4.097 19.186 0.009 0.014 -0.03
Si -17.631 -1.358 19.363 -0.002 0.049 0.007
Si -15.007 1.34 19.297 -0.023 -0.026 -0.014
Si -12.249 4.148 19.309 0.016 -0.01 0
Si -15.064 -9.532 19.365 0.005 -0.038 -0.009
Si -12.183 -6.738 19.115 -0.009 -0.013 -0.005
Si -15.037 -4.063 19.243 0.007 -0.054 0.006
Si -12.19 -1.352 19.09 -0.017 -0.01 -0.012
Si -9.484 1.537 19.113 0.03 -0.016 -0.03
Si -6.671 4.177 19.26 0.014 0.022 -0.008
Si -9.535 6.806 19.11 -0.01 -0.006 -0.013
Si -6.715 9.588 19.252 0.004 0.019 -0.006
Si -9.429 -4.012 19.272 0 0.017 -0.037
Si -6.681 -1.214 19.286 0.067 0.036 -0.014
Si -4.003 1.401 19.306 -0.022 -0.023 -0.004
Si -1.192 4.205 19.116 0.016 0.02 -0.038
Si -4.041 6.891 19.274 -0.003 -0.01 -0.025
Si -1.228 -6.838 19.118 -0.001 0.015 -0.015
Si -4.013 -4.024 19.072 0.009 0.036 -0.026
Si -1.293 -1.296 19.196 0.027 -0.022 0.007
Si 0.107 -0.096 20.696 0.023 -0.007 0.025
Si 2.931 2.697 20.314 0.016 -0.003 0.035
Si 0.15 5.583 20.541 -0.01 -0.009 0.056
Si 2.955 8.2 20.244 -0.002 0.015 0.05
Si 0.172 -5.627 20.548 0.06 0.007 0.03
Si 2.684 -2.771 20.487 0.002 0.028 0.058
Si 5.554 0.111 20.28 -0.013 0.008 0.046
Si 8.354 2.765 20.336 -0.021 -0.012 0.054
Si 5.55 5.471 20.257 -0.014 0.042 0.017
Si 8.332 8.174 20.296 0.004 -0.003 0.031
Si 5.506 -5.375 20.356 -0.006 -0.009 0.057
Si 8.272 -2.756 20.321 0.014 0.011 0.049
Si 10.994 -0.143 20.123 0.02 0 0.076
Si 13.697 2.63 20.086 0.024 -0.011 0.052
Si 11.047 5.513 20.026 -0.017 0.007 0.064
Si 13.68 -8.186 20.136 -0.008 -0.016 0.061
Si 10.909 -5.482 19.97 0.005 0.012 0.032
Si 13.741 -2.767 20.182 -0.006 -0.036 0.051
Si 16.283 -0.06 19.975 -0.018 -0.001 0.04
Si 18.958 2.5 20.074 0.039 0.023 0.094
Si 16.434 5.324 20.203 0.01 -0.034 0.047
Si 19.049 -8.26 20.149 0.015 0.004 0.069
Si 16.418 -5.429 20.125 -0.017 -0.007 0.053
Si 19.068 -2.896 19.964 0.007 -0.021 0.047
Si 21.561 -0.149 20.057 0.011 0.025 0.057
Si 24.497 2.518 20.235 0.019 -0.071 0.014
Si 21.673 5.367 20.014 -0.004 -0.001 0.06
Si 24.293 8.09 19.933 -0.023 0.028 0.052
Si 21.703 10.652 19.993 0.034 -0.022 0.064
Si 24.223 -2.841 20.3 0.019 0.029 0.068
Si 27.005 -0.245 20.007 0.016 -0.022 0.018
Si 29.618 2.71 20.457 -0.039 0.014 0.07
Si 27.07 5.356 19.967 0.018 -0.009 0.042
Si 29.762 8.087 20.4 0.018 -0.029 0.052
Si 26.957 10.859 20.121 -0.007 0.014 0.048
Si 29.796 -2.847 20.27 0.007 -0.023 0.075
Si 32.558 0.069 20.189 0.03 -0.013 0.029
Si 35.229 2.727 20.315 -0.006 -0.002 0.068
Si 32.648 5.44 20.471 -0.003 -0.03 0.009
Si 35.293 8.194 20.489 -0.003 -0.004 0.048
Si 32.435 10.83 20.181 0.005 -0.006 0.062
Si 35.194 -2.623 20.56 0.004 -0.015 0.035
Si 38.012 0.02 20.476 -0.006 -0.019 0.027
Si 40.838 2.798 20.47 0.007 -0.014 0.066
Si 38.016 5.592 20.431 -0.011 -0.003 0.058
Si 40.765 8.222 20.419 0.044 -0.004 0.051
Si 37.888 11.051 20.212 -0.017 0.058 0.02
Si 40.763 -2.697 20.465 -0.003 0.01 0.046
Si -21.702 0.049 20.576 -0.014 -0.044 0.046
Si -19.042 2.671 20.397 0.029 0.014 0.028
Si -21.899 5.441 20.315 -0.008 -0.014 0.046
Si -19.079 -8.327 20.783 0.033 -0.02 0.027
Si -21.764 -5.373 20.611 -0.039 -0.032 0.069
Si -19 -2.827 20.603 -0.012 -0.007 0.069
Si -16.298 -0.008 20.853 0.013 0.012 0.05
Si -13.681 2.783 20.61 -0.005 0.013 0.026
Si -16.556 5.39 20.709 -0.022 0.035 0.065
Si -13.53 -8.102 20.469 0.03 0.004 0.054
Si -16.278 -5.536 20.688 0.029 0.011 0.033
Si -13.636 -2.604 20.455 0 0.041 0.02
Si -10.805 0.066 20.331 0.013 0.013 0.044
Si -8.154 2.891 20.532 -0.03 0.012 0.034
Si -10.817 5.518 20.631 0.024 0.017 0.03
Si -8.207 8.188 20.427 -0.018 -0.006 0.033
Si -10.833 -5.414 20.551 0.027 0.003 0.041
Si -8.053 -2.594 20.613 -0.028 -0.029 0.04
Si -5.355 0.137 20.83 -0.039 -0.022 0.042
Si -2.52 2.824 20.451 -0.005 0.011 0.083
Si -5.343 5.532 20.732 -0.007 -0.008 0.028
Si -2.632 -8.023 20.565 -0.01 0.008 0.051
Si -5.263 -5.338 20.539 0.006 -0.027 0.061
Si -2.707 -2.673 20.465 -0.029 -0.017 0.048
Si 0.968 -2.004 21.974 0.041 0.257 -0.695
Si 4.631 1.771 21.681 -0.243 -0.156 -0.799
Si 1.412 3.9 21.581 0.04 0.207 -0.696
Si 4.531 7.112 21.579 -0.146 -0.239 -0.658
Si 1.92 -6.77 21.832 -0.413 -0.191 -0.651
Si 3.891 -4.299 21.758 0.267 0.138 -0.75
Si 7.127 -1.056 21.502 -0.066 -0.196 -0.686
Si 9.493 1.006 21.459 0.061 0.227 -0.753
Si 6.787 4.053 21.583 0.276 0.069 -0.614
Si 10.023 7.015 21.497 -0.224 -0.016 -0.697
Si 6.742 -6.947 21.561 0.192 0.185 -0.682
Si 9.921 -4.006 21.488 -0.276 -0.034 -0.67
Si 12.094 -1.725 21.486 0.124 0.165 -0.759
Si 15.254 1.477 21.421 -0.26 -0.183 -0.729
Si 12.604 4.318 21.25 -0.061 -0.054 -0.731
Si 14.816 -9.812 21.406 0.17 0.148 -0.752
Si 12.039 -6.98 21.31 0.143 -0.095 -0.611
Si 15.488 -3.726 21.472 -0.113 -0.029 -0.688
Si 17.661 -1.499 21.151 -0.004 -0.001 -0.406
Si 19.836 0.738 21.37 0.001 -0.002 -0.714
Si 17.539 3.647 21.508 0.182 0.349 -0.749
Si 20.669 -9.382 21.448 -0.249 -0.124 -0.804
Si 17.908 -6.658 21.449 -0.148 -0.189 -0.722
Si 20.148 -4.536 21.252 -0.005 0.131 -0.698
Si 23.029 -1.174 21.532 -0.123 -0.358 -0.681
Si 25.562 0.742 21.523 0.225 0.452 -0.703
Si 23.265 4.214 21.239 -0.054 -0.16 -0.712
Si 25.41 6.47 21.093 0.091 0.049 -0.743
Si 22.862 9.164 21.416 0.129 0.225 -0.757
Si 25.796 -4.026 21.605 -0.275 -0.168 -0.724
Si 28.034 -1.833 21.374 0.111 0.056 -0.751
Si 31.352 1.548 21.524 -0.296 -0.171 -0.638
Si 28.105 4.164 21.66 0.212 -0.138 -0.682
Si 31.522 7.066 21.714 -0.23 -0.135 -0.739
Si 28.437 9.739 21.492 -0.063 -0.344 -0.655
Si 30.842 -4.515 21.566 0.19 0.283 -0.689
Si 34.039 -0.89 21.762 -0.165 -0.328 -0.644
Si 36.378 1.219 21.654 0.278 0.077 -0.692
Si 33.684 3.709 21.796 0.276 0.417 -0.583
Si 37.007 7.224 21.861 -0.369 -0.38 -0.668
Si 33.586 9.398 21.572 0.241 -0.029 -0.673
Si 36.895 -3.755 21.753 -0.163 -0.075 -0.705
Si 39.173 -1.579 21.764 0.055 0.141 -0.632
Si 42.529 1.778 21.814 -0.121 -0.06 -0.701
Si 39.646 4.458 21.64 -0.032 -0.222 -0.773
Si 41.886 6.571 21.712 0.067 0.207 -0.694
Si 39.115 9.549 21.419 0.217 0.032 -0.63
Si 42.35 -3.722 21.886 -0.098 -0.239 -0.74
Si -20.58 -1.643 21.842 0.044 0.196 -0.743
Si -17.61 1.65 21.975 0.013 -0.254 -0.653
Si -20.582 3.974 21.534 -0.031 -0.019 -0.503
Si -18.351 -10.221 22.231 0.207 0.311 -0.677
Si -20.165 -6.573 21.888 -0.201 -0.121 -0.719
Si -17.858 -4.408 22.001 0.143 0.204 -0.677
Si -14.452 -1.056 22.066 -0.425 -0.173 -0.683
Si -12.313 1.216 21.644 -0.024 0.174 -0.672
Si -15.358 3.833 21.947 0.155 0.028 -0.698
Si -12 7.135 21.843 -0.042 -0.219 -0.704
Si -14.479 -6.543 21.899 -0.383 -0.137 -0.747
Si -12.468 -4.162 21.661 0.259 0.068 -0.709
Si -9.248 -0.914 21.775 -0.023 -0.188 -0.707
Si -7.124 1.387 21.966 0.355 0.006 -0.613
Si -9.147 4.505 21.972 -0.165 -0.101 -0.725
Si -7.024 6.817 21.868 0.21 -0.068 -0.553
Si -9.738 9.261 21.847 0.089 0.203 -0.705
Si -6.423 -3.788 21.838 -0.178 -0.04 -0.697
Si -4.188 -1.608 22.017 0.125 0.223 -0.705
Si -0.91 1.753 21.778 -0.138 -0.228 -0.716
Si -3.58 4.353 21.863 -0.3 -0.066 -0.711
Si -1.482 6.741 21.878 0.259 0.148 -0.687
Si -3.593 -6.307 21.932 -0.083 -0.111 -0.694
Si -1.32 -4.168 21.599 -0.014 -0.028 -0.4
Si -0.396 -1.94 -2.857 0.186 -0.018 0.228
Si 5.881 -3.939 -3.553 -0.007 0.063 -0.03
Si 5.421 4.057 -7.036 0.038 0.024 -0.068
Si 0.51 -5.298 -6.617 -0.005 0.043 0.08
Si -3.133 -1.152 25.008 -0.094 -0.005 -0.191
Si 8.156 -5.092 23.698 0.054 -0.065 -0.103
Si 8.391 -0.021 25.804 0.031 -0.053 -0.199
Si 13.683 -5.397 23.44 0.052 0.087 -0.134
Si 11.421 1.223 -4.134 0.075 -0.1 -0.048
Si 10.255 -6.195 -3.072 0.004 0.054 0.209
Si 12.692 -0.929 24.464 -0.022 -0.097 -0.268
Si 6.835 -2.229 24.233 0.002 0.046 0.076
Si 8.696 5.055 23.621 -0.075 0.14 -0.068
Si 18.552 3.614 24.553 -0.06 -0.154 -0.204
Si 9.906 2.192 24.127 0.018 -0.073 0.073
Si 19.299 6.342 24.206 -0.062 0.086 -0.145
Si 14.071 -5.789 -5.663 0.111 0.018 0.023
Si 8.049 -6.944 26.089 -0.078 0.115 -0.059
Si 18.493 3.591 -3.411 -0.106 0.026 0.08
Si 28.435 -5.822 -6.412 0.07 0.015 0.042
Si 20.717 1.803 -3.087 -0.011 -0.097 0.175
Si 30.807 -2.218 -6.937 0.004 -0.022 -0.151
Si 21.305 -4.137 24.059 0.102 -0.059 -0.117
Si 13.717 -3.572 25.689 -0.103 -0.013 -0.007
Si 26.18 3.652 23.922 0.016 0.017 -0.13
Si 23.457 6.07 25.503 0.021 0.007 -0.07
Si 23.058 3.405 24.092 0.133 0 -0.078
Si 28.358 -5.111 25.775 0.133 0.008 -0.02
Si 27.575 0.037 -5.308 0.024 0.088 -0.013
Si 25.852 -4.361 -6.685 -0.004 0.002 -0.026
Si -30.645 -5.722 -6.281 -0.061 0.018 -0.143
Si 28.587 2.228 25.085 -0.009 0.014 -0.085
Si 29.59 6.206 23.712 -0.004 -0.18 -0.085
Si -30.556 0.421 -3.824 -0.002 0.112 0.018
Si -28.438 8.123 24.616 0.017 -0.124 -0.012
Si 30.757 -3.859 24.489 0.064 -0.108 0.003
Si 27.719 0.053 23.603 -0.18 -0.013 -0.052
Si -20.233 -0.503 -5.112 -0.033 0.105 -0.006
Si -27.028 6.392 -6.029 0.014 -0.029 -0.131
Si -31.281 2.796 24.633 0.057 0.09 -0.044
Si -29.487 -7.934 -2.116 -0.012 0.014 0.123
Si -22.619 -1.365 -6.718 -0.122 0.044 -0.105
Si -24.393 -5.652 23.543 -0.051 0.117 0.017
Si -16.672 -0.452 -2.219 0.111 0.022 0.126
Si -24.522 1.015 -6.732 0.053 -0.03 -0.01
Si -16.883 -4.549 24.883 0.04 0.006 -0.16
Si -25.254 -3.074 -6.644 -0.045 0.054 -0.134
Si -17.96 -4.61 -5.278 0.068 0.024 -0.017
Si -20.688 -1.824 -2.576 -0.17 -0.061 0.106
Si -5.88 1.337 -6.149 0.105 -0.034 -0.123
Si -13.909 -1.613 25.092 0.011 -0.034 -0.194
Si -17.691 3.599 -6.008 0.058 -0.015 0.058
Si -11.319 2.704 -6.741 0.009 -0.05 -0.017
Si -11.066 -1.775 26.043 -0.175 -0.009 0.061
Si -14.098 1.284 -7.018 -0.074 0.14 0.084
Si -11.093 3.057 23.805 0.069 0.122 -0.075
Si -10.806 -0.444 -4.702 0.062 0.081 -0.064
Si -12.689 -2.606 -5.877 0.119 0.058 -0.069
Si -14.582 -6.827 24.927 0.063 0.162 -0.069
Si -9.085 3.493 -2.762 0.067 0.087 0.105
Si -13.408 5.262 23.882 0.011 0.012 -0.131
Si -6.987 1.45 -2.384 -0.051 0.072 0.145
Si -5.79 -0.109 26.189 0.02 0.028 0.078
Si -3.752 8.078 -6.756 -0.075 0.039 -0.093
Si -8.456 -5.047 23.665 -0.022 -0.077 -0.043
Si -5.967 -2.835 -6.493 0.015 -0.024 -0.106
Si 0.867 1.117 -6.85 -0.026 0.143 -0.074
Si -4.457 2.957 -2.688 -0.004 0.074 0.122
Si 0.17 5.379 26.131 -0.009 -0.128 0.005
Si -2.899 5.535 -5.402 0.01 -0.118 0.173
Si 2.17 4.039 24.42 0.054 0.048 0.025
Si 1.629 -0.8 24.711 -0.062 -0.049 -0.093
Si 12.202 -7.866 -4.93 -0.097 -0.07 -0.016
Si 3.179 7.914 24.013 -0.084 -0.038 -0.05
Si 5.214 -7.177 -6.752 0.129 -0.042 -0.155
Si 7.68 -7.771 -2.235 -0.023 -0.04 0.038
Si 3.456 -2.9 -2.164 0.004 0.016 -0.02
Si 2.114 -7.969 -7.035 0.066 -0.026 0.245
Si 5.057 -6.59 25.564 -0.012 -0.031 0.088
Si 7.9 3.511 -5.395 -0.167 -0.125 0.17
Si 4.569 -3.806 24.778 -0.201 -0.037 0.041
Si 9.499 6.759 25.969 -0.026 -0.1 -0.132
Si 12.368 3.593 24.081 -0.064 -0.108 -0.028
Si 3.622 1.426 24.633 0.1 0.18 -0.037
Si 10.595 4.176 -4.924 0.071 -0.09 0.081
Si 16.637 7.781 23.623 0.023 0.054 -0.149
Si 19.906 5.961 -4.74 0.076 -0.027 0.066
Si 21.919 6.952 -3.013 -0.01 0.124 0.247
Si 9.672 -1.028 -5.228 -0.02 -0.013 0.083
Si 12.566 6.167 25.744 0.033 -0.014 0.098
Si 14.457 1.468 24.344 0.057 0 -0.188
Si 21.923 6.284 -6.838 0.033 -0.112 0.006
Si 19.497 -4.597 -4.203 0.017 0.016 -0.059
Si 24.113 -5.513 23.839 -0.033 -0.028 -0.067
Si 15.12 -4.734 -3.14 -0.081 -0.048 0.085
Si 24.505 -2.61 -2.325 0.022 -0.095 0.096
Si 28.652 6.441 -4.347 0.075 0.029 0.04
Si 27.826 -7.646 24.197 0.002 0.013 -0.105
Si 19.181 -6.012 -6.853 -0.048 0.076 0.026
Si 24.801 6.144 -5.952 0.079 -0.151 0
Si 20.475 -0.608 -4.649 -0.003 -0.094 -0.067
Si 23.455 -5.519 -5.572 0.047 -0.015 -0.016
Si 29.988 1.513 -5.294 -0.042 -0.132 -0.106
Si -30.179 2.157 -6.329 0.023 -0.037 -0.034
Si 32.362 0.218 23.878 -0.023 -0.155 -0.037
Si 27.299 2.697 -5.74 0 -0.077 -0.115
Si 29.345 -3.602 -4.568 -0.047 -0.015 -0.066
Si 30.68 -2.589 -2.172 0.051 0.102 0.079
Si 27.249 7.827 -6.624 0.07 -0.072 -0.166
Si -26.506 0.366 -2.014 0.102 -0.053 0.116
Si 25.721 6.752 23.953 -0.085 -0.088 -0.171
Si 29.746 4.479 26.151 0.043 -0.075 -0.032
Si -29.128 4.52 -4.679 -0.065 0.012 0.073
Si -30 -5.55 23.761 -0.005 0.004 -0.05
Si -25.165 -5.971 -6.576 0.157 0.01 -0.111
Si -24.789 0.431 23.765 -0.019 -0.012 -0.154
Si -19.278 7.442 -6.908 -0.003 0.029 0.037
Si -26.185 -6.482 25.766 -0.1 -0.077 -0.06
Si -23.257 -3.35 -2.725 -0.046 -0.054 0.1
Si -27.975 -7.046 -6.692 0.025 -0.121 -0.151
Si -18.258 -3.215 -2.617 0.005 0.018 0.034
Si -17.784 -1.858 -6.674 -0.14 -0.099 -0.029
Si -20.304 -6.296 -5.533 0.036 -0.11 0.088
Si -22.277 -7.768 23.655 0.115 -0.024 -0.053
Si -20.397 2.648 -5.208 -0.018 0.001 0.117
Si -12.64 -5.353 -6.523 -0.037 -0.01 -0.045
Si -19.19 -0.029 24.127 0.011 0.114 -0.043
Si -14.406 3.415 -2.845 0.023 0.036 0.175
Si -9.504 7.79 -6.548 -0.124 0.016 -0.035
Si -8.619 -1.064 -2.656 -0.017 0.052 0.153
Si -16.748 -7.462 -4.555 -0.06 0.108 0.029
Si -13.994 5.915 -6.944 -0.127 -0.032 0.04
Si -8.856 0.759 -6.623 -0.08 0.08 -0.041
Si -11.592 7.028 -2.497 0.134 0.038 0.104
Si -11.209 -6.953 -4.528 0.08 -0.013 0.096
Si -6.622 -7.508 -6.814 0.044 -0.069 -0.11
Si -1.573 2.695 -2.71 -0.044 -0.098 0.149
Si -3.493 -2.464 -2.435 -0.034 -0.06 0.005
Si -4.021 3.912 24.829 0.001 -0.018 -0.066
Si 7.534 2.708 -2.293 0.115 0.007 0.054
Si -3.885 6.807 25.725 0.055 -0.044 0.072
Si 2.678 -7.917 -2.145 0.036 -0.104 0.05
Si -5.559 -7.658 24.031 0.037 0.108 -0.098
Si -0.995 0.959 24.671 -0.003 -0.023 -0.064
Si 5.275 -0.199 -4.78 -0.005 -0.058 0.127
Si 0.366 0.747 -3.87 0.084 -0.004 -0.004
Si 0.556 7.653 -4.402 -0.024 0.072 -0.064
Si 5.326 -6.924 -3.656 0.023 -0.113 0.004
Si -4.519 -0.916 -4.858 0.131 -0.043 0.003
Si 4.185 -2.763 -5.846 0.03 -0.028 0.041
Si 3.167 0.252 -2.684 0.048 -0.049 0.091
Si 7.469 0.742 -6.29 0.002 -0.132 -0.098
Si 11.018 5.287 -2.078 -0.036 -0.01 -0.008
Si -1.807 -6.562 -5.102 -0.025 -0.169 0.086
Si 9.028 -3.502 -3.312 -0.048 0.035 0.139
Si 18.819 0.736 -7.008 -0.102 0.06 0.07
Si 10.183 -0.289 -1.822 -0.098 -0.252 -0.033
Si 14.531 -7.664 25.357 0.016 0.039 0.078
Si 13.162 7.495 -2.288 0.014 0.028 -0.012
Si 17.852 7.936 -5.519 -0.136 0.055 0.024
Si 17.551 -6.502 -3.201 0.028 -0.094 0.065
Si 14.487 0.896 -3.579 -0.019 0.128 0.133
Si 7.018 -0.267 -2.406 0.248 0.009 0.076
Si 24.052 -7.036 -2.947 0.017 -0.09 0.13
Si 16.557 2.495 -5.436 0.094 -0.026 -0.066
Si 19.201 -5.191 25.899 0.14 0.074 -0.155
Si 15.219 -1.921 -4.44 0.069 -0.05 -0.114
Si 13.464 -3.015 -6.739 0.12 0.037 0.07
Si 18.013 -1.936 -3.444 -0.084 0.019 0.055
Si 21.733 -1.322 24.496 0.078 0.092 -0.238
Si 22.742 4.083 -2.752 -0.004 0.053 0.221
Si 26.799 8.13 -2.373 0.073 0.05 0.158
Si 20.734 1.486 24.251 -0.021 0.059 -0.121
Si 26.576 -2.491 -4.476 -0.04 0.076 0.051
Si 25.573 4.22 -3.668 0.059 0.139 0.008
Si 31.706 0.325 -2.985 0.08 -0.004 0.119
Si 28.179 4.005 -2.623 0.028 -0.006 -0.056
Si 31.435 7.308 -3.073 -0.047 -0.053 0.13
Si 22.139 -3.236 -4.364 -0.022 0.14 0.006
Si 27.528 0.96 -2.285 -0.025 0.026 0.152
Si -26.208 -3.452 -3.653 0.053 0.093 0.085
Si -29.808 3.018 -2.131 -0.04 0.011 -0.031
Si -28.082 -1.132 -4.031 0.032 -0.053 -0.053
Si -31.236 6.726 -4.189 0.027 -0.004 0.087
Si -32.657 -7.313 -5.046 -0.031 -0.14 0.072
Si 31.052 -1.371 25.956 -0.003 -0.014 0.006
Si -26.89 -0.68 -6.786 -0.075 -0.011 -0.062
Si -21.12 -7.122 -2.796 0.011 0.095 0.044
Si -27.088 2.658 23.691 -0.015 -0.034 -0.06
Si -15.949 1.496 -4.448 0.035 -0.055 -0.068
Si -27.458 -5.638 -2.034 -0.086 -0.039 0.192
Si -23.45 3.383 -5.036 0.039 -0.066 0.16
Si -22.391 6.468 -2.688 -0.024 0.028 0.026
Si -15.052 -1.492 -6.997 -0.06 -0.054 -0.063
Si -24.408 2.694 -2.052 0.034 0.017 0.038
Si -20.283 4.491 -2.883 0.056 -0.132 0.032
Si -24.106 6.451 -5.126 0.036 -0.076 0.012
Si -22.924 -5.666 -4.559 0.043 -0.018 0.055
Si -13.794 6.002 -3.911 0.035 0.024 0.14
Si -10.528 -2.941 23.533 0.031 0.015 -0.064
Si -18 5.608 25.314 -0.036 0.093 -0.151
Si -18.413 6.135 -4.546 0.056 0 -0.002
Si -15.52 8.015 -2.1 -0.126 -0.045 0.178
Si -11.707 2.425 -3.982 0.042 0.049 -0.052
Si -10.811 -5.133 -2.056 -0.084 -0.143 -0.023
Si -8.498 7.367 -2.109 0.062 0.178 0.029
Si -18.669 -6.432 26.255 -0.045 0.062 0.105
Si -8.029 -3.871 -2.505 0.005 -0.04 0.031
Si -8.302 5.907 -4.597 0.099 0.035 0.088
Si 1.724 -3.463 -4.456 -0.039 0.002 0.073
Si -7.354 -5.034 -5.15 -0.123 0.132 -0.007
Si -1.249 5.716 -2.964 0.026 0.15 0.057
Si -1.191 7.869 24.845 -0.071 -0.143 -0.193
Si -5.662 4.294 -5.091 -0.081 -0.036 0.164
Si -6.614 2.523 24.863 -0.092 -0.005 -0.018
Si -3.004 -5.309 -2.374 -0.01 -0.07 0.157
Si 1.216 -1.37 5.564 0.008 -0.004 0.01
Si 3.926 1.373 5.508 -0.003 -0.009 0.004
Si 1.24 4.044 5.49 -0.002 -0.011 0.014
Si 3.963 6.762 5.49 -0.002 -0.017 0.018
Si 1.242 9.531 5.522 -0.006 0.005 0.008
Si 3.954 -4.064 5.417 0.001 0.003 -0.005
Si 6.658 -1.313 5.347 0.005 0.007 0.009
Si 9.407 1.364 5.24 -0.02 -0.014 -0.01
Si 6.712 4.115 5.408 -0.014 -0.019 0.008
Si 9.428 6.824 5.236 -0.016 0 0.002
Si 6.732 -6.819 5.381 0.005 -0.013 0.002
Si 9.434 -4.105 5.286 0.007 -0.007 -0.003
Si 12.199 -1.406 5.165 0.019 -0.01 -0.006
Si 14.916 1.297 5.084 0.008 -0.009 0.009
Si 12.159 4.048 5.092 0.015 -0.014 -0.015
Si 14.881 6.733 5.049 0.012 -0.002 -0.014
Si 12.157 -6.852 5.153 0.004 -0.007 0.003
Si 14.864 12.194 5.113 -0.004 0.008 0.011
Si 17.609 -1.399 5.094 0.002 0.018 0.008
Si 20.351 1.354 5.168 -0.007 0.022 0.011
Si 17.629 3.994 5.107 0.014 -0.01 0.003
Si 20.369 6.749 5.187 0.002 -0.002 0.013
Si 17.589 9.45 5.107 0.014 0.005 0.003
Si 20.335 12.223 5.205 0.011 0.023 0.018
Si 23.137 -1.368 5.288 -0.014 -0.011 0.016
Si 25.948 1.35 5.259 0.01 -0.007 0.003
Si 23.129 4.111 5.203 -0.01 0.029 0.013
Si 25.886 6.805 5.267 -0.007 -0.011 0.014
Si 23.107 9.514 5.279 -0.004 0.005 0.019
Si 25.927 12.269 5.288 -0.005 -0.024 0.018
Si 28.637 -1.367 5.306 -0.024 -0.009 -0.004
Si 31.366 1.376 5.36 0 0.008 -0.002
Si 28.651 4.075 5.279 -0.009 -0.003 0.009
Si 31.393 6.808 5.321 0.003 -0.01 -0.005
Si 28.605 9.6 5.289 -0.019 0.012 0.009
Si 31.325 12.237 5.357 -0.005 -0.002 0.017
Si 34.109 -1.318 5.43 -0.009 -0.01 0.018
Si -28.457 1.402 5.489 -0.012 -0.006 0.012
Si 34.1 4.127 5.428 -0.006 0.017 0.005
Si -28.489 6.846 5.471 -0.007 0.005 0.002
Si 34.056 9.495 5.414 0.005 0.024 0
Si -28.435 -4.058 5.498 0.004 0.015 0.007
Si -25.735 -1.336 5.539 0.008 -0.006 0.012
Si -23.017 1.398 5.561 0.002 -0.005 0.006
Si -25.749 4.114 5.51 -0.013 0.002 0.001
Si -22.993 6.833 5.512 -0.003 0.01 0.003
Si -25.731 -6.748 5.487 -0.005 -0.003 0.001
Si -23.057 -4.061 5.499 -0.005 0.013 0.005
Si -20.315 -1.353 5.55 -0.009 0.002 0.008
Si -17.616 1.375 5.563 -0.012 0.011 -0.001
Si -20.273 4.114 5.515 -0.006 -0.023 0.009
Si -17.628 6.775 5.539 -0.009 -0.008 -0.001
Si -20.344 -6.81 5.551 0.012 0.002 0.007
Si -17.612 -4.069 5.573 0.013 0 0.011
Si -14.923 -1.383 5.594 0.001 0.009 -0.002
Si -12.246 1.329 5.632 0.016 0.018 0.014
Si -14.916 4.06 5.597 0.022 -0.001 0.008
Si -12.229 6.838 5.602 -0.012 -0.007 -0.002
Si -14.901 -6.815 5.52 0.005 0.004 -0.019
Si -12.222 -4.128 5.583 -0.002 0 0.003
Si -9.561 -1.413 5.626 0.001 0.003 0.009
Si -6.802 1.314 5.693 0.02 -0.012 0.02
Si -9.53 4.098 5.687 -0.002 0.005 0.021
Si -6.778 6.795 5.564 0.015 -0.018 -0.004
Si -9.514 -6.784 5.543 0.004 0.018 -0.012
Si -6.862 -4.16 5.559 0.028 0.011 0.005
Si -4.16 -1.397 5.601 0.008 -0.004 0.015
Si -1.443 1.319 5.562 0.006 -0.012 0.017
Si -4.156 4.103 5.595 -0.026 -0.009 0.007
Si -1.462 6.769 5.549 -0.006 -0.003 0.001
Si -4.147 -6.848 5.512 -0.003 -0.004 -0.008
Si -1.462 -4.134 5.535 0.024 0 -0.007
Si 2.601 0.002 6.872 -0.004 0.017 0.005
Si 5.352 2.743 6.774 0 0.012 -0.004
Si 2.614 5.403 6.843 0.01 -0.002 -0.013
Si 5.37 -8.17 6.762 0.002 0.008 -0.006
Si 2.63 -5.42 6.827 -0.001 0.003 -0.006
Si 5.343 -2.701 6.737 0.005 0.016 -0.01
Si 8.069 0.025 6.659 -0.009 -0.001 0.003
Si 10.811 2.731 6.539 -0.002 0.017 -0.005
Si 8.114 5.474 6.681 0.009 0.01 0.006
Si 10.814 -8.167 6.579 -0.007 0.015 -0.001
Si 8.093 -5.438 6.692 0.004 0.006 0.005
Si 10.845 -2.747 6.577 0.005 -0.015 0.005
Si 13.562 -0.034 6.498 -0.002 0 0.002
Si 16.263 2.652 6.473 -0.006 0.006 0.001
Si 13.535 5.395 6.462 -0.01 -0.001 -0.005
Si 16.232 8.087 6.458 0.005 0.002 -0.002
Si 13.52 10.843 6.502 -0.001 0.003 0.006
Si 16.249 -2.761 6.466 0.002 -0.01 -0.012
Si 18.98 -0.044 6.484 0.006 -0.003 -0.013
Si 21.743 2.714 6.518 -0.004 -0.006 -0.007
Si 18.996 5.356 6.491 0.008 -0.002 0.003
Si 21.727 8.116 6.566 -0.001 0.002 -0.005
Si 18.959 10.817 6.494 -0.003 0.002 -0.011
Si 21.739 -2.762 6.568 0.004 0.001 -0.005
Si 24.529 0.005 6.6 -0.009 -0.002 -0.013
Si 27.279 2.713 6.634 0.006 0.005 -0.002
Si 24.496 5.44 6.59 0.004 0.001 -0.003
Si 27.247 8.183 6.612 -0.004 -0.007 0.001
Si 24.521 10.87 6.592 0.002 0.003 -0.008
Si 27.258 -2.704 6.67 0.003 -0.002 -0.001
Si 29.996 -0.01 6.682 0.001 -0.005 -0.003
Si 32.713 2.741 6.738 0.009 -0.009 -0.002
Si 30 5.443 6.653 -0.006 -0.014 -0.002
Si 32.714 8.131 6.762 0.015 -0.011 -0.008
Si 29.962 10.895 6.711 0.002 0.015 -0.001
Si 32.706 -2.713 6.717 -0.009 0.006 -0.005
Si -29.839 0.034 6.819 0.005 0 -0.005
Si -27.105 2.747 6.864 0.006 -0.006 -0.004
Si -29.848 5.477 6.817 0.002 0 0.003
Si -27.114 -8.12 6.824 0.005 0.002 -0.005
Si -29.86 -5.433 6.776 -0.014 0.001 -0.011
Si -27.108 -2.698 6.88 0.001 0 0.005
Si -24.385 0.026 6.901 -0.006 -0.011 0.002
Si -21.651 2.76 6.893 0.01 -0.003 -0.001
Si -24.388 5.481 6.861 0.007 -0.003 -0.005
Si -21.694 -8.142 6.929 -0.006 -0.001 -0.001
Si -24.402 -5.407 6.884 -0.005 0.001 -0.001
Si -21.697 -2.712 6.886 -0.004 -0.001 -0.002
Si -18.981 0.019 6.924 0.002 0.004 -0.003
Si -16.275 2.713 6.962 0.005 -0.008 -0.012
Si -18.971 5.449 6.937 -0.005 0.008 -0.004
Si -16.27 -8.166 6.893 -0.003 -0.007 -0.003
Si -18.977 -5.447 6.909 -0.001 -0.004 0
Si -16.284 -2.718 6.962 -0.003 -0.007 0.002
Si -13.597 -0.021 6.988 -0.009 -0.004 -0.008
Si -10.893 2.705 6.994 -0.003 0.002 -0.002
Si -13.579 5.451 6.951 0.005 -0.003 -0.002
Si -10.862 -8.13 6.946 -0.002 -0.001 -0.005
Si -13.578 -5.473 6.942 0.012 0.002 -0.001
Si -10.906 -2.758 6.986 -0.008 0.001 -0.007
Si -8.196 -0.049 6.994 0.005 0.003 -0.008
Si -5.467 2.729 6.994 -0.001 0.005 -0.005
Si -8.144 5.47 6.977 -0.006 -0.004 -0.005
Si -5.458 -8.173 6.945 0.011 -0.008 -0.005
Si -8.192 -5.466 6.97 0.005 -0.012 -0.012
Si -5.519 -2.767 6.932 -0.016 0 -0.001
Si -2.795 -0.022 6.939 -0.006 0.011 -0.012
Si -0.081 2.696 6.894 0.014 -0.007 -0.007
Si -2.783 5.432 6.952 0.001 -0.001 -0.002
Si -0.099 8.156 6.879 -0.002 0.002 -0.003
Si -2.815 -5.473 6.898 -0.016 0.004 -0.001
Si -0.102 -2.768 6.899 0.007 0.003 0
Si 1.283 1.358 8.251 0.012 -0.004 0.006
Si 4.009 4.07 8.173 -0.004 -0.008 0.006
Si 1.281 6.787 8.206 -0.005 -0.017 -0.005
Si 4.016 -6.804 8.132 0.013 0 -0.006
Si 1.294 -4.093 8.233 0.004 -0.002 0.008
Si 4.007 -1.368 8.152 -0.005 -0.003 -0.002
Si 6.737 1.363 8.072 0.012 0.006 0.002
Si 9.484 4.07 7.971 0.007 0.005 0
Si 6.752 6.794 8.085 0.007 -0.001 -0.003
Si 9.479 -6.817 7.991 0.013 0.004 0
Si 6.728 -4.08 8.052 -0.014 -0.02 -0.004
Si 9.464 -1.381 7.944 -0.013 -0.011 -0.016
Si 12.187 1.336 7.864 -0.004 -0.011 -0.011
Si 14.9 4.031 7.826 0 -0.016 -0.006
Si 12.193 6.753 7.875 -0.008 0.002 -0.011
Si 14.9 9.47 7.837 -0.007 0.003 -0.012
Si 12.194 -4.123 7.916 0.001 -0.001 -0.002
Si 14.911 -1.402 7.859 -0.005 0.009 0
Si 17.627 1.309 7.85 0.006 -0.003 -0.001
Si 20.371 4.041 7.881 0.004 0.006 0.002
Si 17.619 6.738 7.822 -0.008 -0.014 -0.008
Si 20.34 9.481 7.874 -0.007 -0.009 0.004
Si 17.615 -4.118 7.838 0.006 0.006 0
Si 20.358 -1.382 7.868 0.016 0.002 0
Si 23.119 1.364 7.896 0.012 0.019 0.001
Si 25.867 4.069 7.943 -0.01 -0.002 0.001
Si 23.114 6.781 7.929 0.002 0.001 0.007
Si 25.864 9.508 7.969 -0.003 0.015 0
Si 23.118 -4.112 7.923 -0.013 0.001 0.004
Si 25.86 -1.361 7.986 -0.001 -0.005 0.006
Si 28.615 1.351 8.017 -0.014 -0.005 -0.005
Si 31.328 4.094 8.068 0.01 0.015 -0.008
Si 28.606 6.808 7.981 -0.006 0.012 -0.004
Si 31.323 9.518 8.065 -0.015 -0.008 -0.004
Si 28.603 -4.065 8.046 -0.002 0.002 0.011
Si 31.343 -1.355 8.07 0.005 0 0.005
Si -31.226 1.393 8.137 0.001 -0.003 0.007
Si -28.492 4.113 8.185 0.004 0.009 -0.006
Si -31.223 6.81 8.164 -0.006 -0.005 0.007
Si -28.501 -6.773 8.169 0.003 -0.008 -0.007
Si -31.231 -4.065 8.113 -0.009 0.001 -0.001
Si -28.501 -1.335 8.196 -0.01 -0.008 0.006
Si -25.77 1.38 8.239 -0.013 -0.006 -0.005
Si -23.044 4.112 8.24 -0.005 -0.001 -0.009
Si -25.768 6.839 8.207 0.004 0.008 -0.004
Si -23.067 -6.775 8.262 -0.003 -0.006 -0.003
Si -25.765 -4.056 8.245 0.011 0.018 0.002
Si -23.042 -1.345 8.26 -0.002 0.014 -0.001
Si -20.338 1.382 8.281 -0.007 -0.003 -0.004
Si -17.635 4.083 8.312 -0.011 -0.007 -0.002
Si -20.34 6.813 8.286 0.004 0.002 -0.007
Si -17.624 -6.806 8.276 0.003 0.008 -0.007
Si -20.347 -4.076 8.261 -0.007 -0.001 -0.014
Si -17.638 -1.342 8.307 0.017 0.014 -0.004
Si -14.938 1.357 8.342 0.003 0 0.005
Si -12.236 4.091 8.335 0.009 -0.006 -0.005
Si -14.941 6.809 8.305 0.002 -0.006 -0.01
Si -12.221 -6.796 8.331 0.005 0 -0.007
Si -14.928 -4.094 8.309 -0.008 0.003 -0.006
Si -12.242 -1.378 8.349 0.005 -0.003 -0.003
Si -9.53 1.346 8.347 -0.01 -0.01 -0.007
Si -6.823 4.089 8.347 0.009 0.004 -0.007
Si -9.516 6.827 8.325 0.024 0.014 -0.004
Si -6.821 -6.819 8.316 -0.006 0.005 -0.003
Si -9.529 -4.093 8.343 0 0.004 -0.005
Si -6.829 -1.395 8.336 -0.003 -0.002 -0.004
Si -4.107 1.357 8.325 0.013 0.011 0.002
Si -1.415 4.062 8.274 -0.002 -0.007 0
Si -4.114 6.8 8.32 -0.001 0 0
Si -1.436 -6.808 8.259 0.006 -0.001 -0.01
Si -4.141 -4.105 8.287 -0.006 -0.013 -0.006
Si -1.429 -1.387 8.271 0 -0.007 -0.007
Si -0.059 -0.012 9.608 0.006 0.012 -0.005
Si 2.672 2.72 9.562 0.002 -0.003 -0.001
Si -0.047 5.436 9.605 -0.002 -0.001 0.002
Si 2.67 -8.162 9.519 -0.002 0.004 -0.009
Si -0.058 -5.448 9.599 -0.005 0.001 -0.002
Si 2.671 -2.716 9.545 0.004 0.006 0
Si 5.391 0.006 9.461 -0.001 -0.004 -0.009
Si 8.127 2.728 9.372 -0.008 0.004 0
Si 5.399 5.445 9.472 0 0.001 0
Si 8.132 -8.157 9.393 -0.002 0.01 0.002
Si 5.393 -5.433 9.451 0.002 0.019 0.007
Si 8.118 -2.716 9.361 0.006 0 0.004
Si 10.838 -0.01 9.27 0.002 0.005 -0.005
Si 13.556 2.686 9.223 -0.003 0.025 0.003
Si 10.856 5.426 9.299 0.001 -0.009 0.006
Si 13.553 8.121 9.221 -0.003 0.005 0.002
Si 10.846 -5.455 9.317 -0.001 0.001 0.01
Si 13.56 -2.751 9.245 0.003 -0.012 0.008
Si 16.275 -0.048 9.217 0.005 -0.006 -0.001
Si 19.003 2.662 9.209 0.01 -0.008 0
Si 16.267 5.384 9.192 -0.001 0.004 0
Si 18.984 8.095 9.201 0.007 0.013 -0.002
Si 16.263 -5.486 9.196 0.002 -0.001 0.002
Si 18.995 -2.767 9.202 0.004 -0.001 -0.001
Si 21.743 -0.029 9.217 -0.007 -0.002 -0.005
Si 24.487 2.702 9.276 -0.001 0.002 0.003
Si 21.743 5.394 9.244 0.001 0.003 0.001
Si 24.485 8.129 9.293 -0.004 -0.001 0.002
Si 21.731 -5.492 9.233 0.017 -0.011 -0.003
Si 24.478 -2.752 9.291 -0.001 0.002 0
Si 27.229 -0.012 9.348 -0.005 0.007 0
Si 29.96 2.71 9.398 0.005 -0.006 -0.005
Si 27.227 5.426 9.313 -0.007 -0.003 -0.003
Si 29.947 8.147 9.392 0.012 -0.012 0.001
Si 27.22 -5.459 9.344 -0.005 -0.005 0.001
Si 29.966 -2.718 9.412 -0.005 -0.002 -0.001
Si -32.598 0.005 9.459 -0.007 -0.004 0.001
Si -29.873 2.743 9.516 -0.003 0.002 -0.003
Si -32.608 5.435 9.468 0.009 -0.006 0.006
Si -29.867 -8.14 9.518 -0.008 -0.006 -0.004
Si -32.605 -5.437 9.445 0.013 0.003 -0.004
Si -29.887 -2.71 9.513 -0.003 0.007 -0.002
Si -27.151 0.02 9.575 0.008 0.001 0.001
Si -24.417 2.748 9.597 -0.001 -0.015 0
Si -27.142 5.474 9.553 0.004 -0.01 -0.005
Si -24.438 -8.132 9.608 -0.004 0.007 0.002
Si -27.158 -5.42 9.566 0.001 0.009 -0.007
Si -24.42 -2.696 9.612 -0.001 -0.014 0.004
Si -21.703 0.02 9.633 0.002 -0.001 0.003
Si -18.998 2.728 9.67 -0.004 -0.011 0.002
Si -21.711 5.459 9.639 0.005 0.012 -0.001
Si -18.99 -8.15 9.65 -0.007 -0.016 0.001
Si -21.71 -5.422 9.63 -0.01 -0.008 0.002
Si -19.005 -2.713 9.646 -0.005 0.004 -0.005
Si -16.296 0.001 9.699 -0.009 0.005 0.005
Si -13.587 2.729 9.699 -0.001 0.007 -0.003
Si -16.29 5.452 9.677 -0.003 0.005 0.001
Si -13.584 -8.158 9.681 0.01 -0.004 -0.004
Si -16.289 -5.447 9.667 0.007 -0.002 -0.003
Si -13.597 -2.733 9.704 0.002 -0.003 -0.002
Si -10.885 -0.007 9.708 0 -0.002 -0.002
Si -8.174 2.722 9.701 -0.001 0.011 -0.003
Si -10.869 5.453 9.687 -0.006 -0.01 -0.009
Si -8.169 -8.15 9.705 -0.004 -0.003 0
Si -10.883 -5.436 9.713 0.002 0.003 0.001
Si -8.179 -2.731 9.711 -0.005 -0.002 0
Si -5.469 -0.006 9.678 -0.006 0.001 -0.005
Si -2.747 2.718 9.668 0.006 -0.014 0.003
Si -5.463 5.451 9.695 0.002 -0.008 0.005
Si -2.754 -8.156 9.661 -0.005 0.005 -0.001
Si -5.473 -5.449 9.676 -0.008 0.001 0.007
Si -2.777 -2.733 9.641 0.002 0.013 -0.004
Si 1.33 -1.363 10.932 0.003 -0.001 -0.001
Si 4.054 1.35 10.869 -0.01 0.009 0.004
Si 1.33 4.076 10.941 0.016 -0.007 0
Si 4.048 -9.522 10.854 0.01 0.001 0.001
Si 1.325 -6.817 10.916 -0.001 0.003 -0.001
Si 4.055 -4.087 10.852 -0.002 -0.018 0.001
Si 6.772 -1.372 10.765 -0.003 0.002 -0.005
Si 9.494 1.333 10.68 -0.005 0.006 -0.009
Si 6.782 4.066 10.778 0.007 -0.01 0.005
Si 9.507 -9.547 10.697 0.011 -0.005 -0.003
Si 6.777 -6.799 10.769 -0.002 -0.005 -0.002
Si 9.488 -4.094 10.688 -0.001 -0.012 -0.002
Si 12.199 -1.385 10.611 -0.007 -0.006 -0.007
Si 14.921 1.321 10.577 -0.005 -0.015 -0.001
Si 12.219 4.043 10.62 -0.003 -0.002 -0.003
Si 14.919 6.751 10.561 -0.007 0.003 -0.008
Si 12.217 9.474 10.624 -0.004 -0.004 -0.003
Si 14.923 -4.129 10.58 0 0.003 0.004
Si 17.639 -1.412 10.567 -0.002 0.011 0.001
Si 20.371 1.311 10.571 0.007 0.008 0.001
Si 17.635 4.026 10.551 0.004 -0.001 -0.003
Si 20.364 6.751 10.569 0.007 -0.009 0.002
Si 17.631 9.471 10.547 -0.003 -0.002 -0.003
Si 20.363 -4.123 10.564 0.004 0.004 0.004
Si 23.094 -1.385 10.6 0 0.001 0.006
Si 25.837 1.347 10.66 -0.011 0.002 0.004
Si 23.11 4.047 10.617 0.003 0.004 0.008
Si 25.844 6.765 10.662 0 0.005 0.003
Si 23.091 9.479 10.611 -0.009 0.006 0.011
Si 25.836 -4.107 10.666 0.003 -0.012 0.002
Si 28.578 -1.363 10.733 -0.001 -0.001 0.002
Si 31.301 1.359 10.795 0.01 0.003 0.009
Si 28.568 4.071 10.714 -0.007 0.005 0
Si 31.292 6.8 10.788 -0.002 -0.004 0.004
Si 28.568 9.505 10.726 -0.01 0.013 -0.003
Si 31.305 -4.08 10.794 -0.008 0.003 0.004
Si -31.261 -1.348 10.856 0.002 0.003 0.006
Si -28.535 1.383 10.903 -0.002 -0.001 0
Si -31.258 4.091 10.854 -0.013 0.008 0.002
Si -28.521 -9.494 10.901 0.006 0.006 0.002
Si -31.255 -6.779 10.84 0.003 -0.002 0.002
Si -28.535 -4.055 10.902 -0.003 -0.001 0.003
Si -25.8 -1.336 10.95 -0.002 -0.002 0.001
Si -23.075 1.384 10.977 -0.002 -0.006 -0.002
Si -25.803 4.11 10.934 -0.003 0.016 -0.005
Si -23.085 -9.492 10.98 -0.009 -0.002 -0.002
Si -25.812 -6.773 10.955 0 -0.011 0.004
Si -23.079 -4.062 10.983 0.005 0.02 -0.003
Si -20.362 -1.348 11.007 -0.013 0.013 -0.001
Si -17.657 1.365 11.048 0.007 0.002 0.005
Si -20.367 4.095 11.017 -0.001 -0.012 -0.003
Si -17.653 -9.509 11.034 -0.005 0.004 -0.003
Si -20.36 -6.786 10.999 0.01 0.009 -0.006
Si -17.649 -4.073 11.018 -0.003 -0.006 -0.007
Si -14.943 -1.36 11.067 0.001 0.001 0
Si -12.23 1.371 11.064 0.006 -0.001 -0.004
Si -14.943 4.095 11.053 0.004 -0.01 0.002
Si -12.229 -9.51 11.052 0.005 0.001 -0.006
Si -14.936 -6.795 11.05 0.006 -0.001 0
Si -12.236 -4.073 11.078 0.003 0.009 -0.004
Si -9.521 -1.354 11.072 0.008 0.003 -0.001
Si -6.805 1.368 11.054 0.003 -0.004 0.001
Si -9.517 4.096 11.064 0.002 -0.005 0
Si -6.811 -9.506 11.065 -0.008 0 0
Si -9.516 -6.785 11.073 -0.003 0.006 0
Si -6.807 -4.08 11.058 -0.003 0.002 0.002
Si -4.098 -1.358 11.029 0.004 0.001 -0.003
Si -1.379 1.353 10.999 0.005 -0.008 -0.001
Si -4.094 4.087 11.032 -0.001 0.009 -0.002
Si -1.381 6.797 10.991 0.002 -0.005 -0.002
Si -4.099 -6.794 11.031 0.006 -0.002 -0.006
Si -1.391 -4.077 10.982 0.002 -0.009 0
Si 2.703 0.007 12.257 0.005 -0.001 -0.003
Si 5.439 2.72 12.18 0.006 -0.001 -0.005
Si 2.712 5.444 12.255 -0.013 -0.002 0.004
Si 5.431 -8.145 12.161 0 0.01 0.003
Si 2.7 -5.435 12.228 0.002 0.002 -0.003
Si 5.433 -2.714 12.172 0 0.007 0.003
Si 8.143 -0.003 12.086 -0.003 0.001 0.001
Si 10.867 2.696 12.004 0.006 0.002 -0.001
Si 8.161 5.431 12.096 -0.005 0.011 0.004
Si 10.882 -8.188 12.026 -0.006 0.011 0.002
Si 8.151 -5.435 12.095 0.002 0.015 0.011
Si 10.852 -2.724 12.014 -0.005 0.001 0.003
Si 13.574 -0.035 11.952 -0.004 0.013 0.001
Si 16.289 2.677 11.932 0.01 0.012 0.005
Si 13.584 5.406 11.959 0.002 -0.005 0.005
Si 16.278 8.114 11.907 0 -0.001 0
Si 13.576 10.842 11.961 -0.002 -0.004 0.007
Si 16.293 -2.779 11.931 0.003 -0.004 0.004
Si 19.004 -0.053 11.918 0.014 -0.013 -0.001
Si 21.741 2.657 11.931 0 -0.003 0.003
Si 19.006 5.373 11.905 0 0.003 -0.004
Si 21.731 8.093 11.941 0.005 0.003 0.003
Si 19.006 10.816 11.905 0.002 -0.008 0.003
Si 21.723 -2.763 11.925 0.009 0.004 0.005
Si 24.463 -0.042 11.972 0.007 0.003 0.001
Si 27.189 2.696 12.043 -0.003 -0.003 -0.004
Si 24.471 5.391 11.999 0.006 0.001 0.004
Si 27.2 8.112 12.043 -0.002 -0.002 -0.003
Si 24.456 10.829 11.975 -0.004 0.004 -0.001
Si 27.201 -2.755 12.037 0 0.009 -0.006
Si 29.919 -0.011 12.126 -0.009 -0.004 -0.005
Si 32.654 2.71 12.182 0.009 -0.001 -0.004
Si 29.921 5.413 12.107 0.005 0.003 -0.003
Si 32.643 8.165 12.161 0.001 -0.002 -0.003
Si 29.917 10.863 12.109 0.006 -0.014 0
Si 32.639 -2.717 12.19 0.004 -0.009 -0.001
Si -29.912 0.014 12.24 -0.002 0.002 0.002
Si -27.19 2.75 12.274 0 -0.011 0
Si -29.912 5.46 12.224 0 -0.014 -0.004
Si -27.187 -8.136 12.296 -0.008 -0.003 0.001
Si -29.914 -5.425 12.234 -0.006 -0.003 -0.005
Si -27.185 -2.693 12.286 0.012 0.004 0.001
Si -24.446 0.02 12.322 -0.001 0.012 0.002
Si -21.735 2.735 12.37 0.001 -0.002 -0.002
Si -24.461 5.464 12.319 -0.003 -0.003 -0.001
Si -21.734 -8.134 12.358 0.003 -0.005 0.004
Si -24.458 -5.412 12.332 0 0.009 0
Si -21.734 -2.705 12.358 -0.005 -0.018 0.002
Si -19.018 -0.003 12.4 -0.006 -0.008 0.007
Si -16.305 2.732 12.407 -0.008 0 0.001
Si -19.014 5.45 12.392 -0.005 0.004 0.002
Si -16.304 -8.15 12.407 0.001 -0.01 -0.003
Si -19.011 -5.431 12.374 -0.005 0.002 -0.005
Si -16.306 -2.725 12.416 -0.003 -0.001 0.001
Si -13.586 0.014 12.427 0.009 0.004 -0.006
Si -10.869 2.733 12.427 -0.003 0.003 -0.005
Si -13.588 5.457 12.418 0.011 0 -0.004
Si -10.879 -8.147 12.423 0.001 -0.001 -0.01
Si -13.593 -5.435 12.436 0.003 -0.001 -0.004
Si -10.881 -2.702 12.438 -0.007 -0.003 -0.007
Si -8.157 0.015 12.425 -0.015 -0.008 -0.001
Si -5.441 2.738 12.408 0.005 0.001 0.003
Si -8.163 5.459 12.434 -0.001 -0.011 0.006
Si -5.44 -8.145 12.412 0 0.009 0.003
Si -8.156 -5.422 12.435 0 0.002 0.001
Si -5.441 -2.708 12.407 -0.008 0.002 0
Si -2.728 0.011 12.377 0.008 0.011 0.003
Si -0.003 2.716 12.333 -0.01 -0.009 0
Si -2.724 5.448 12.374 -0.002 -0.005 -0.002
Si -0.004 8.158 12.325 -0.001 -0.006 0.007
Si -2.732 -5.423 12.369 -0.005 0.003 -0.002
Si -0.017 -2.707 12.318 0.009 0.011 -0.001
Si 1.368 1.348 13.67 0.01 0.005 0.008
Si 4.095 4.072 13.571 0.005 -0.006 0
Si 1.37 6.785 13.658 0.017 -0.002 0.016
Si 4.081 -6.793 13.549 -0.011 0.005 -0.006
Si 1.372 -4.078 13.627 0.002 -0.019 -0.003
Si 4.086 -1.36 13.566 -0.007 -0.001 0.006
Si 6.81 1.343 13.499 0 -0.002 0.004
Si 9.537 4.046 13.407 0 -0.021 0
Si 6.809 -9.524 13.47 0.001 0.007 0.005
Si 9.533 -6.824 13.396 0.01 -0.018 -0.004
Si 6.812 -4.079 13.495 -0.002 -0.016 0.009
Si 9.499 -1.382 13.414 -0.007 0.01 0.001
Si 12.227 1.321 13.332 -0.005 0.003 0.001
Si 14.944 4.042 13.304 -0.011 0.008 0.003
Si 12.25 -9.564 13.357 0.006 -0.004 -0.005
Si 14.94 9.467 13.294 -0.002 -0.007 0.001
Si 12.225 -4.107 13.325 -0.012 0.001 -0.002
Si 14.937 -1.412 13.285 -0.002 -0.008 0.002
Si 17.655 1.311 13.279 0 -0.007 0.002
Si 20.366 4.008 13.261 0.01 -0.006 0.006
Si 17.641 6.739 13.237 -0.001 0.01 -0.002
Si 20.354 9.446 13.27 0.009 0.001 0.006
Si 17.656 -4.154 13.271 0.007 0 -0.002
Si 20.352 -1.419 13.277 -0.017 0.014 0.003
Si 23.087 1.302 13.311 0.004 0.001 0.011
Si 25.814 4.034 13.393 -0.004 0 0.007
Si 23.089 6.746 13.327 -0.009 0.003 0.008
Si 25.8 9.462 13.35 -0.002 0.007 0.004
Si 23.084 -4.118 13.288 0.004 -0.003 0.009
Si 25.817 -1.398 13.347 0.001 -0.012 0.002
Si 28.527 1.347 13.442 -0.007 0.016 0.006
Si 31.268 4.066 13.504 0.003 -0.009 0.001
Si 28.547 6.764 13.442 0.004 -0.007 0.006
Si 31.254 9.507 13.498 0.002 0.012 -0.001
Si 28.543 -4.092 13.441 -0.013 0.004 0.002
Si 31.253 -1.36 13.53 -0.008 0.009 0.017
Si 33.991 1.368 13.589 0 -0.001 0.004
Si -28.587 4.099 13.616 -0.008 0.021 0.008
Si 33.992 6.827 13.555 -0.009 0.012 0.003
Si -28.57 -6.769 13.631 0.001 -0.002 0.007
Si 33.983 -4.075 13.573 0.013 0.003 0.011
Si -28.563 -1.331 13.629 0.001 0.002 0.007
Si -25.829 1.393 13.64 -0.002 -0.008 -0.004
Si -23.116 4.109 13.702 -0.008 0.01 -0.007
Si -25.836 -9.498 13.667 0.013 -0.01 -0.002
Si -23.101 -6.764 13.711 -0.002 -0.002 0.001
Si -25.835 -4.041 13.671 -0.007 0.003 0.002
Si -23.103 -1.344 13.708 0.006 0.003 0.001
Si -20.385 1.368 13.743 -0.014 0.004 0
Si -17.66 4.089 13.77 0.011 -0.016 0.001
Si -20.384 -9.499 13.73 0.005 0.002 -0.002
Si -17.659 -6.776 13.76 -0.011 0.006 -0.002
Si -20.379 -4.07 13.719 0 0.011 -0.007
Si -17.671 -1.371 13.777 0.002 0 0.007
Si -14.952 1.377 13.777 0.002 0.004 -0.004
Si -12.223 4.105 13.779 0.002 -0.007 0.003
Si -14.959 -9.511 13.78 0.005 0.006 0.007
Si -12.233 -6.796 13.797 0.013 -0.007 -0.004
Si -14.951 -4.072 13.8 0.001 -0.003 0.006
Si -12.224 -1.328 13.806 0.006 0.007 0.001
Si -9.507 1.379 13.796 0.014 -0.003 0
Si -6.785 4.106 13.784 -0.001 0.007 0.005
Si -9.515 -9.484 13.795 -0.019 0.016 -0.001
Si -6.771 -6.766 13.785 -0.004 -0.007 0.003
Si -9.511 -4.051 13.791 -0.002 0.009 0.003
Si -6.775 -1.328 13.777 0.004 0.003 0
Si -4.052 1.395 13.755 -0.007 -0.013 0.003
Si -1.349 4.082 13.705 0.007 0 -0.005
Si -4.068 6.808 13.752 0.006 -0.008 -0.003
Si -1.351 9.534 13.693 -0.004 0.012 -0.001
Si -4.066 -4.059 13.758 0.009 0 -0.004
Si -1.348 -1.343 13.715 0.001 -0.002 0.002
Si 0.016 0.011 15.081 -0.013 -0.006 0.008
Si 2.766 2.713 14.974 0.003 0 0.006
Si 0.024 5.424 15.051 -0.009 -0.008 0.001
Si 2.761 8.171 14.949 -0.001 0.004 0.005
Si 0.029 -5.417 15.019 0.002 0.006 0.003
Si 2.737 -2.702 14.956 0.006 -0.005 0.001
Si 5.463 -0.002 14.899 -0.002 0.01 0.004
Si 8.198 2.709 14.81 0.006 0.006 0.002
Si 5.471 5.459 14.875 0.002 0.01 0
Si 8.194 -8.166 14.788 -0.005 0.005 0.007
Si 5.445 -5.414 14.871 -0.005 0.001 0.004
Si 8.171 -2.715 14.846 -0.006 0.006 0.018
Si 10.881 -0.019 14.721 -0.001 0.01 0.006
Si 13.589 2.684 14.666 0.005 0.001 0.003
Si 10.913 5.399 14.742 0.003 0.006 0.009
Si 13.619 -8.202 14.695 -0.008 0.008 0.009
Si 10.892 -5.449 14.72 -0.004 0.004 0.006
Si 13.597 -2.764 14.668 -0.004 0.008 0.004
Si 16.299 -0.054 14.628 -0.001 0.005 0.007
Si 19.028 2.656 14.639 0.005 0.016 0.005
Si 16.319 5.407 14.637 0.01 0.001 0.004
Si 18.986 8.069 14.608 0.002 -0.009 0.009
Si 16.311 10.808 14.64 0.015 0.003 0.009
Si 19.01 -2.799 14.626 0.016 -0.007 0.009
Si 21.706 -0.065 14.635 0.011 -0.016 0
Si 24.436 2.637 14.703 0.012 -0.004 0.005
Si 21.715 5.347 14.63 0.002 0.005 0.001
Si 24.451 8.09 14.709 0.009 -0.004 0.008
Si 21.727 10.808 14.6 -0.006 0.01 0.006
Si 24.44 -2.769 14.663 0.002 0 0.001
Si 27.149 -0.053 14.746 -0.004 -0.003 -0.001
Si 29.883 2.692 14.829 0.004 -0.001 0.001
Si 27.179 5.382 14.772 0.004 0 0.006
Si 29.902 8.11 14.83 0 -0.003 -0.001
Si 27.148 10.823 14.708 0.002 -0.013 -0.01
Si 29.869 -2.734 14.862 0.003 -0.01 0.006
Si 32.599 0.006 14.917 0.002 0.002 -0.003
Si 35.327 2.736 14.984 0.003 -0.002 0.005
Si 32.623 5.437 14.868 0.008 -0.003 -0.008
Si 35.312 8.195 14.961 -0.001 -0.003 0.004
Si 32.58 10.874 14.887 -0.008 -0.02 -0.002
Si 35.329 -2.709 14.951 -0.01 -0.005 0.002
Si -27.201 0.048 14.99 0.007 0.015 0
Si -24.494 2.74 15.034 0 0.001 0.003
Si -27.242 5.462 14.984 0.003 -0.005 -0.009
Si -24.485 -8.128 15.039 -0.005 0 0.003
Si -27.221 -5.396 15.005 0.003 -0.007 -0.007
Si -24.487 -2.686 15.064 -0.003 -0.003 0.004
Si -21.741 -0.007 15.093 0.005 0.006 0.002
Si -19.025 2.72 15.115 0 -0.006 0.002
Si -21.767 5.471 15.075 -0.005 -0.012 0.008
Si -19.025 -8.143 15.1 0 0.003 -0.007
Si -21.736 -5.407 15.091 -0.001 0.001 0.005
Si -19.035 -2.753 15.127 -0.016 -0.017 0.008
Si -16.31 0.002 15.127 -0.004 -0.003 0.002
Si -13.598 2.756 15.13 0.013 -0.003 0.005
Si -16.306 5.441 15.153 -0.007 -0.007 0.003
Si -13.622 -8.142 15.151 0.008 0.003 -0.008
Si -16.32 -5.43 15.166 0.002 -0.007 0.005
Si -13.59 -2.692 15.151 -0.004 -0.008 -0.009
Si -10.863 0.035 15.181 -0.006 0.001 -0.003
Si -8.141 2.748 15.147 -0.011 -0.006 -0.003
Si -10.884 5.48 15.151 0.003 -0.013 0.005
Si -8.125 -8.124 15.138 -0.007 -0.001 -0.003
Si -10.859 -5.429 15.143 -0.009 0.003 0
Si -8.14 -2.676 15.135 -0.009 -0.006 0.005
Si -5.401 0.049 15.123 0.005 0.003 0.002
Si -2.68 2.754 15.119 -0.002 0.012 0.006
Si -5.405 5.458 15.146 -0.006 -0.005 0.006
Si -2.695 8.185 15.075 0.003 0.001 0.009
Si -5.407 -5.403 15.152 0 0.013 0.002
Si -2.694 -2.689 15.097 -0.004 0.007 0.003
O 1.703 -1.763 23.42 0.239 -0.152 0.18
O -5.309 4.034 -3.532 -0.261 0.479 0.289
O 6.756 1.318 -2.505 -0.637 -0.02 -0.167
O 3.266 4.791 25.351 0.421 -0.076 -0.152
O 10.876 -5.959 -1.568 0.059 0.176 0.053
O 8.622 -0.611 -2.253 -0.087 -0.019 0.089
O 0.297 2.817 22.112 0.289 0.038 -0.006
O 1.948 -7.622 23.259 -0.325 -0.102 0.558
O 6.437 -7.192 26.155 0.047 -0.212 0.575
O 5.734 -8.164 21.973 0.272 -0.03 0.524
O 6.19 -0.792 -1.123 -0.879 0.098 -0.043
O 9.757 -4.853 -3.826 -0.011 0.034 -0.422
O 6.362 -1.509 22.866 -0.695 0.216 -0.059
O 8.295 0.002 21.945 0.13 0.018 0.195
O 10.322 1.339 22.821 0.613 -0.421 0.313
O 11.788 4.655 -5.868 0.227 0.024 0.538
O 13.3 -4.558 -6.342 -0.576 -0.116 0.027
O 2.867 -5.495 22.184 -0.321 -0.158 0.3
O 11.027 -2.884 21.936 0.087 -0.169 0.066
O -1.291 -4.68 26.253 0.125 0.106 -0.252
O 13.014 1.446 -3.98 -0.05 0.378 -0.206
O 14.885 0.88 22.894 -0.24 -0.52 0.24
O 11.894 3.624 22.537 -0.485 -0.212 0.162
O 15.423 7.136 22.775 -0.301 -0.089 0.082
O 12.58 -5.873 22.38 -0.278 0.406 -0.081
O 20.295 -5.207 24.711 -0.04 -0.373 -0.24
O 18.719 -0.404 21.885 0.17 0.01 0.511
O 18.227 3.831 22.972 0.149 0.183 0.079
O 20.16 6.293 22.845 -0.007 -0.188 0.157
O 21.77 8.054 21.901 -0.106 0.171 0.458
O 25.275 5.563 -4.517 0.091 0.163 0.042
O 17.249 -7.268 22.817 -0.349 0.108 0.45
O 19.033 -5.552 21.902 -0.288 0.304 0.485
O 21.046 -3.976 22.478 0.436 0.614 -0.178
O 22.338 -1.378 22.994 0.132 -0.15 0.277
O 24.215 -0.104 21.832 -0.319 0.223 0.046
O 26.872 3.403 22.459 -0.581 -0.621 -0.12
O 26.195 5.235 24.211 -0.063 -0.126 0.538
O 20.555 1.424 22.65 0.576 0.123 -0.051
O 22.535 3.691 22.593 -0.599 -0.187 -0.003
O 22.855 -4.006 -5.595 -0.09 0.238 -0.422
O 26.023 7.168 22.427 0.476 0.587 0.155
O 19.145 8.069 -0.636 0.073 -0.114 -0.414
O 25.213 -4.629 23.018 -0.119 -0.132 0.346
O 27.333 -4.855 -7.083 0.246 0.246 -0.251
O 27.667 -7.129 -5.864 -0.452 -0.067 0.727
O 31.157 0.673 22.894 -0.431 -0.034 0.322
O 29.008 7.7 23.697 0.46 0.348 -0.36
O 29.496 5.787 25.26 -0.242 0.524 0.292
O 31.086 6.333 23.118 0.048 -0.316 0.253
O 27.537 -6.792 22.851 -0.313 0.17 -0.042
O 29.646 -5.566 21.904 -0.179 0.075 0.293
O 31.614 -4.46 25.73 0.023 -0.666 -0.127
O -29.204 -6.903 24.06 0.011 -0.028 -0.33
O 30.697 -2.261 24.658 -0.325 0.199 -0.316
O -17.971 -0.474 25.123 0.451 -0.311 0.132
O -30 0.113 22.15 0.226 -0.07 0.557
O -27.454 3.225 25.145 -0.47 0.297 -0.006
O 32.338 2.797 21.904 -0.173 0.458 0.155
O 31.923 -7.536 -3.594 -0.189 0.382 0.005
O 32.53 -8.039 22.156 -0.172 -0.038 0.596
O -28.955 3.898 -3.187 0.452 0.116 0.406
O -23.464 1.073 23.102 0.283 -0.129 0.467
O -17.112 -3.926 23.396 0.45 0.717 0.078
O -26.464 3.906 22.912 -0.356 0.154 0.364
O -24.537 5.523 22.234 -0.01 0.131 0.478
O -14.532 -7.248 23.365 -0.24 -0.595 0.263
O -27.172 -7.904 22.005 0.308 0.229 0.183
O -25.716 -5.782 22.642 -0.487 0.611 0.168
O -12.35 -6.663 -5.638 -0.409 -0.525 -0.467
O -21.808 -2.616 22.347 -0.26 0.243 0.638
O -24.83 -5.955 25.057 0.196 -0.192 0.433
O -18.592 1.182 23.211 -0.498 0.074 0.089
O -12.613 -4.152 -5.438 -0.106 -0.126 0.563
O -17.927 6.263 23.817 0.061 0.425 0.255
O -13.69 6.415 -5.45 0.065 0.264 -0.118
O -20.289 1.062 -5.475 0.315 -0.122 -0.31
O -20.236 -6.757 26.207 0.127 0.071 -0.342
O -22.939 -4.244 -1.393 0.565 -0.643 -0.215
O -14.526 -1.656 23.594 -0.25 -0.188 0.264
O -13.342 0.123 22.283 -0.058 -0.022 0.249
O -11.362 1.841 22.797 0.488 -0.075 0.198
O -8.67 -4.367 -5.883 -0.556 0.05 0.297
O -16.237 -5.507 -0.256 0.156 -0.043 -0.516
O -7.429 0.931 -5.884 -0.145 -0.135 0.652
O -8.056 5.656 22.456 0.173 -0.055 0.56
O -10.88 -5.675 -3.578 0.118 0.425 -0.422
O -5.851 2.932 -5.933 -0.081 -0.024 -0.373
O -10.076 -1.47 23.068 -0.343 0.281 0.389
O -4.508 -1.007 25.846 -0.104 -0.497 0.227
O -9.994 -0.615 -3.336 -0.248 -0.137 0.207
O -6.563 7.961 22.961 0.068 0.17 -0.146
O -5.143 7.4 24.931 -0.402 -0.241 0.157
O -4.84 0.658 -5.083 0.169 0.402 0.255
O -7.925 2.806 25.779 -0.45 -0.18 -0.121
O -5.347 -2.698 22.427 0.1 0.081 0.603
O -2.175 0.096 25.342 -0.364 0.376 0.431
O -11 2.402 25.262 0.408 -0.69 -0.094
O -7.165 -0.961 26.006 0.056 -0.184 -0.605
O -5.591 3.741 25.169 -0.426 0.295 0.102
O 3.951 -7.354 -2.945 -0.098 0.307 -0.425
O -12.364 7.199 -1.087 -0.209 0.261 -0.26
O -0.244 -3.093 22.324 -0.06 0.083 0.324
O 14.899 1.139 -2.02 0.486 0.011 -0.233
O 5.466 -5.129 25.018 0.455 0.019 -0.076
O 5.031 -3.117 -2.452 0.29 0.153 0.384
O 2.719 -2.444 -5.226 -0.076 0.403 0.012
O -19.713 -1.186 23.145 0.327 -0.35 0.01
O 6.552 4.251 -5.907 -0.182 0.51 0.089
O 5.744 2.902 22.074 0.231 0.14 0.643
O 21.758 2.984 -3.338 -0.223 -0.018 -0.527
O 23.213 -3.001 -3.19 -0.285 -0.073 0.233
O 16.829 7.643 -6.745 -0.438 0.397 -0.042
O 9.504 -4.85 22.827 0.468 -0.029 0.393
O 24.027 -1.546 -1.225 0.252 0.518 0.035
O 14.847 -4.482 22.774 0.352 -0.061 0.169
O 22.149 2.186 24.635 0.261 -0.299 0.277
O 20.838 5.445 -5.968 0.149 -0.384 0.123
O 16.3 2.652 21.819 -0.129 -0.243 0.182
O 13.706 5.386 21.836 -0.071 -0.095 0.274
O 7.481 -3.638 23.796 -0.164 0.126 -0.246
O 11.155 7.615 -5.822 -0.319 -0.057 0.039
O 13.838 2.952 24.203 0.484 0.333 0.428
O 27.509 -0.6 25.077 -0.546 -0.574 0.042
O -0.301 0.022 -0.286 -0.038 -0.018 -0.206
O 10.582 5.077 -3.592 -0.1 0.195 -0.2
O -22.818 -4.141 -4.06 0.356 0.36 -0.649
O 20.417 1.641 -1.513 -0.227 0.202 0.18
O 23.727 -5.902 -4.034 -0.141 0.358 0.118
O 27.995 -7.382 -1.599 0.333 0.051 -0.35
O 24.363 5.351 21.694 0.205 -0.088 0.674
O -9.836 2.05 -6.565 0.194 0.471 -0.233
O 26.967 -4.3 25.868 -0.229 0.227 -0.125
O -14.618 4.038 -1.369 -0.146 0.348 -0.182
O 20.908 -2.698 24.688 -0.787 -0.043 0.365
O 12.458 5.12 24.535 0.094 0.368 -0.553
O 22.548 4.285 -1.168 -0.189 0.27 -0.07
O 15.301 -3.834 25.725 -0.027 -0.211 -0.494
O 22.908 -1.354 25.598 0.299 0.609 0.182
O 28.706 1.324 23.767 0.456 0.053 -0.392
O 9.649 -2.225 -4.12 0.304 -0.035 0.306
O -19.83 -3.119 -3.044 -0.121 -0.423 -0.504
O -17.32 -6.112 -5.256 0.136 -0.099 -0.397
O 1.559 7.591 -5.69 0.119 -0.429 -0.015
O -28.396 2.056 22.964 -0.245 0.179 0.1
O 28.363 -0.008 -1.288 0.477 0.375 -0.174
O -32.056 -0.423 -0.386 -0.137 0.091 -0.167
O -14.028 -3.089 25.775 0.455 -0.576 0.048
O 3.147 -3.39 -0.664 -0.786 0.141 0.26
O 29.84 3.241 25.102 0.425 -0.025 -0.513
O 31.217 -0.649 -7.012 0.113 0.272 0.448
O -27.174 0.066 -3.438 -0.028 0.475 -0.308
O 31.822 -3.268 -1.274 0.534 0.391 -0.505
O 26.339 0.634 22.974 -0.082 0.029 0.533
O 9.637 -1.612 -6.726 -0.432 -0.05 -0.241
O 0.075 -5.544 -0.162 0.27 0.086 -0.506
O -23.813 -2.394 -6.416 0.115 0.107 0.42
O 14.091 -5.579 -4.054 -0.374 -0.325 -0.011
O -21.637 2.919 22.298 0.048 0.149 0.094
O 30.151 6.934 -3.983 -0.21 -0.011 -0.42
O 6.632 3.814 -1.554 0.078 0.159 -0.649
O -19.876 -7.407 -6.62 -0.241 0.204 -0.268
O 28.255 2.381 -2.553 0.375 -0.028 -0.076
O 26.248 3.11 -4.611 -0.036 -0.447 -0.039
O -20.628 -6.47 -1.396 -0.296 0.543 -0.136
O -15.349 -0.845 -1.34 0.304 0.19 -0.302
O 2.205 2.961 -0.405 -0.013 0.16 -0.152
O -29.173 7.62 25.975 -0.116 -0.687 0.083
O 23.125 7.986 -3.215 -0.041 -0.205 -0.546
O 24.795 -5.577 -6.49 0.033 -0.225 -0.342
O -27.479 -2.48 -3.372 -0.355 -0.049 0.638
O -10.574 -3.019 25.132 -0.007 -0.437 0.266
O -23.756 3.11 -3.464 0.123 0.084 0.14
O -25.623 -0.831 -1.387 -0.063 0.042 -0.467
O 7.251 4.961 22.882 -0.4 0.276 0.284
O -23.659 -4.235 23.276 0.016 0.199 0.549
O 19.404 -3.133 -0.684 -0.006 0.05 -0.179
O -16.663 7.122 -1.329 -0.034 -0.559 -0.161
O 2.558 -3.858 -3.124 -0.037 -0.558 0.134
O -3.72 -6.521 -1.533 0.244 -0.478 -0.399
O 14.548 6.842 -1.794 0.261 0.091 -0.384
O -9.924 -7.449 -5.39 0.269 -0.093 0.216
O -1.561 1.411 23.228 -0.724 0.254 -0.02
O -32.093 -1.018 23.178 -0.247 -0.444 0.499
O -23.157 0.159 -6.753 0.466 0.168 -0.333
O -10.031 6.857 -2.147 0.057 -0.324 0.238
O -24.367 -5.974 -5.171 -0.246 -0.269 0.217
O 16.566 -5.284 -3.544 0.454 0.306 -0.049
O -22.448 -7.702 25.244 -0.275 -0.24 0.278
O -27.957 -1.113 -5.647 -0.318 -0.405 -0.304
O -20.066 3.092 -3.67 0.269 -0.392 0.322
O 9.164 3.518 23.599 0.107 0.041 -0.384
O -11.795 -1.69 -4.922 0.179 -0.123 0.357
O -16.567 -3.471 26.058 -0.503 0.336 0.463
O -10.552 -6.316 26.249 0.057 -0.153 -0.308
O 22.861 -4.561 24.269 0.041 0.179 0.219
O 15.004 -3.174 -3.466 -0.064 0.144 0.464
O -3.806 -2.033 -0.915 -0.149 -0.425 -0.127
O -1.076 4.2 -2.465 0.275 0.019 0.104
O 8.047 7.226 -1.397 -0.177 -0.152 -0.161
O 17.547 -1.753 -1.896 -0.398 0.33 -0.026
O -4.366 4.993 -5.724 -0.09 0.282 -0.748
O -26.661 -4.94 -3.242 -0.089 -0.222 -0.45
O -25.667 6.83 -5.279 -0.117 0.569 0.238
O -3.503 5.409 25.055 0.176 0.159 -0.106
O 2.308 4.394 22.855 0.535 0.485 -0.072
O 0.695 4.541 24.847 -0.483 -0.264 -0.228
O -5.515 -5.378 -0.169 -0.085 0.227 -0.46
O -8.575 -4.879 25.254 0.322 0.346 0.105
O 4.435 -7.442 24.349 0.125 -0.111 -0.485
O -11.685 3.379 -5.31 0.152 0.724 0.099
O -6.947 5.268 -5.21 0.033 0.008 -0.225
O 7.765 -2.555 -0.105 0.038 0.022 0.08
O -5.395 1.65 -2.541 0.14 -0.411 0.037
O 11.258 2.7 24.88 0.113 0.148 0.518
O -5.835 1.149 25.192 0.451 -0.077 -0.364
O 13.005 -7.442 -1.465 0.193 0.32 -0.354
O 24.149 6.915 24.312 -0.118 0.587 -0.163
O 24.756 -6.237 25.166 0.092 -0.379 -0.217
O 11.887 4.022 -1.63 0.264 -0.449 -0.448
O 15.628 1.549 25.442 0.463 -0.283 -0.003
O -28.762 -0.093 25.975 -0.1 -0.24 -0.442
O 20.673 7.202 -4.018 0.042 0.561 0.089
O 0.55 -2.019 -1.525 0.295 -0.173 -0.126
O -28.665 7.276 -1.284 0.386 -0.223 -0.515
O 1.476 -4.692 -5.461 0.507 -0.116 -0.103
O 28.235 6.703 -5.917 0.128 -0.223 -0.399
O -6.998 -4.632 23.121 0.03 -0.399 0.177
O -3.043 -6.92 -6.117 -0.378 0.514 -0.184
O -25.029 3.953 -1.247 0.175 0.204 -0.212
O -9.037 4.801 -3.688 -0.527 -0.076 -0.213
O -26.923 -7.701 24.973 0.501 -0.397 -0.262
O 31.522 -7.003 -6.166 -0.226 0.199 0.182
O -31.084 3.874 -1.628 -0.195 0.287 -0.599
O -23.633 6.842 -3.637 -0.564 0.512 0.281
O -22.295 -2.04 -2.621 -0.143 0.229 0.264
O -0.037 6.213 -3.927 0.1 -0.369 -0.043
O 3.217 -4.033 25.673 -0.27 0.354 0.135
O -32.56 6.327 -3.323 -0.132 -0.489 -0.122
O -3.887 3.555 23.255 0.019 -0.577 0.09
O -8.128 -2.465 -3.283 0.34 0.034 -0.374
O -30.207 1.606 -2.784 -0.008 -0.117 0.137
O -7.395 1.622 -0.833 -0.179 0.143 -0.027
O 3.708 -7.658 -7.098 0.027 -0.12 -0.089
O 4.307 -3.65 23.19 0.251 0.614 0.285
O 18.009 3.681 -1.87 -0.031 0.03 0.035
O 13.118 7.592 -3.899 0.233 -0.456 -0.264
O -4.042 3.519 -1.232 0.196 -0.006 -0.155
O -11.69 0.894 -4.524 -0.651 -0.012 -0.375
O -20.438 4.313 -1.3 -0.371 0.039 -0.112
O -25.696 0.137 -6.053 0.007 -0.086 0.675
O 17.266 3.57 -4.45 0.009 0.226 -0.103
O -17.441 0.655 -1.314 -0.039 0.063 -0.174
O -24.343 -2.606 -0.082 -0.074 -0.142 -0.225
O -3.101 3.021 25.808 -0.381 -0.21 0.126
O 8.903 1.284 25 -0.303 0.043 -0.194
O 17.203 -7.765 -4.166 -0.761 -0.296 -0.034
O -24.432 -8.1 -0.386 -0.24 0.152 -0.173
O 30.414 -3.625 -3.374 0.438 -0.539 0.14
O -8.189 0.196 22.356 -0.202 0.079 0.501
O -10.412 2.653 -3.07 0.017 -0.493 0.305
O 21.457 -1.867 -4.907 0.239 0.1 -0.409
O -20.105 -1.594 -1.092 0.143 -0.277 -0.277
O -10.882 -8.106 22.389 0.181 -0.156 0.298
O -17.592 -4.046 -3.815 0.78 0.128 0.197
O 18.997 -7.368 -6.005 0.457 -0.123 0.076
O 16.346 5.355 -0.748 0.113 0.097 -0.298
O -9.746 3.837 23.346 0.182 -0.175 0.533
O 31.052 2.166 -6.304 -0.388 0.282 -0.111
O -14.765 4.683 23.213 -0.177 0.327 0.22
O -10.739 -6.314 -0.939 -0.181 -0.068 0.247
O 20.989 -4.198 -3.754 0.022 -0.268 0.607
O 21.311 0.522 -3.858 0.719 -0.121 -0.109
O -27.184 -5.209 25.863 -0.018 0.129 -0.101
O 25.637 -1.963 -3.28 0.13 0.362 0.202
O -24.45 0.144 25.309 0.471 -0.387 0.132
O 8.746 2.363 -1.253 0.15 0.303 -0.158
O 29.162 0.143 -5.631 0.341 -0.563 -0.479
O -30.042 2.249 25.52 0.287 0.034 0.03
O 0.326 -2.802 -4.022 -0.443 0.037 -0.226
O 25.722 7.42 -6.299 -0.419 0.457 -0.132
O -32.117 0.09 -3.642 0.054 -0.433 -0.065
O 32.2 -3.006 -6.7 0.118 -0.296 0.651
O 4.748 1.936 25.694 0.586 0.077 0.091
O -17.134 2.283 -5.229 -0.199 -0.251 0.122
O 27.988 -3.021 -3.906 -0.042 -0.171 0.575
O -29.018 2.732 -0.753 -0.23 0.558 0.192
O 15.615 1.53 -4.543 -0.024 0.018 -0.098
O 9.182 4.449 -5.66 -0.003 0.668 -0.395
O -17.442 4.984 -5.174 0.232 0.021 -0.137
O 22.762 4.721 24.981 -0.322 -0.139 -0.035
O -16.895 6.296 26.3 0.416 -0.23 0.3
O 2.38 2.46 24.63 -0.349 -0.28 -0.065
O 4.879 -1.303 -5.886 0.144 0.081 -0.249
O -29.007 -4.476 23.074 -0.107 0.144 0.448
O 30.782 1.221 -3.939 -0.229 0.289 0.249
O 19.817 7.461 25.229 0.717 0.098 0.086
O -31.211 -5.939 22.775 -0.064 0.389 -0.027
O -31.93 1.457 24.055 0.256 0.126 -0.337
O 12.044 -2.326 -6.506 -0.216 0.181 0.543
O -13.114 2.36 -0.19 -0.304 -0.242 -0.27
O 29.384 -2.421 -1.21 -0.413 -0.578 0.042
O -20.229 -0.582 -3.5 0.236 0.637 -0.005
O -30.986 3.76 23.337 0.458 0.334 0.25
O -26.676 -6.281 -6.163 -0.05 0.305 0.606
O 19.819 -0.037 -6.002 0.228 -0.147 -0.255
O -2.676 7.829 25.474 -0.002 0.4 0.095
O 28.502 -1.001 22.687 0.442 -0.072 0.221
O -30.687 -4.114 -6.479 0.246 0.537 0.045
O -20.811 -7.235 23.243 0.288 -0.266 0.357
O 11.331 -1.443 -1.695 0.173 -0.312 -0.342
O -9.468 -4.262 -1.9 0.009 0.088 0.44
O 8.785 5.543 25.159 -0.044 -0.319 0.241
O 7.279 -6.215 22.919 -0.237 0.026 0.342
O -3.436 -1.217 23.416 0.402 0.269 0.038
O -28.556 6.958 23.472 0.054 -0.338 0.394
O -29.198 -6.311 -5.961 0.102 -0.205 0.801
O -13.147 -6.564 25.669 0.177 0.096 -0.114
O 25.892 7.253 -1.34 -0.562 -0.01 -0.257
O -21.256 7.61 -2.601 0.255 -0.119 0.118
O -12.325 4.082 23.76 0.053 0.246 0.004
O 4.194 1.247 23.141 0.199 -0.375 0.075
O -24.845 -3.04 -2.87 -0.024 0.097 0.159
O -8.934 -6.507 23.168 0.269 -0.378 0.531
O -15.684 -7.97 -5.658 0.298 0.271 0.087
O -21.69 5.161 -3.331 -0.225 -0.309 -0.683
O -11.027 0.28 -0.258 -0.183 -0.229 -0.621
O -18.109 -3.986 -1.22 -0.591 0.094 0.036
O -7.518 6.465 -1.216 -0.122 -0.474 -0.114
O 24.225 3.6 -3.099 0.1 -0.43 0.159
O -16.461 2.725 22.49 -0.127 0.144 0.193
O -16.372 0.109 -3.715 -0.242 -0.216 -0.372
O -2.51 5.53 22.262 0.034 0.24 0.528
O -2.624 5.724 -3.823 -0.395 0.212 0.297
O -2.425 -5.193 22.374 0.072 -0.176 0.309
O -3.043 2.621 -3.401 0.029 -0.237 -0.716
O -17.535 4.061 25.342 0.029 -0.256 -0.392
O -30.475 5.419 -4.731 -0.161 0.163 -0.332
O -1.906 -2.415 -2.668 0.237 -0.262 -0.343
O -9.071 3.822 -1.184 0.381 0.035 -0.351
O -12.305 5.792 -3.271 0.365 -0.472 0.109
O -30.613 -4.939 25.117 -0.4 0.278 -0.086
O 25.189 -3.839 -1.516 0.039 -0.256 -0.293
O 7.899 3.226 -3.785 0.242 0.11 -0.265
O -16.44 -1.023 -6.31 -0.09 0.66 0.384
O 27.559 7.222 -3.452 -0.292 0.164 0.172
O 26.102 1.158 -1.55 -0.321 -0.019 -0.507
O 11.065 -8.125 22.001 -0.11 -0.123 0.417
O -0.32 6.828 25.689 0.253 0.317 0.551
O 7.966 -1.298 24.914 0.39 -0.075 -0.186
O 2.675 7.292 25.417 -0.028 0.121 0.369
O 2.157 -6.851 -1.057 0.31 0.213 0.051
O -9.868 -0.683 26.08 0.012 0.903 -0.236
O 1.457 -8.163 -3.159 -0.337 0.139 0.085
O 13.483 2.587 -0.429 -0.153 0.031 -0.304
O 6.274 -0.892 -3.699 0.014 -0.461 -0.195
O 5.518 -2.53 25.156 0.114 0.358 0.469
O -25.295 -0.924 23.031 -0.159 -0.265 0.103
O 16.799 -1.556 -4.449 0.228 0.497 -0.454
O 12.693 -1.127 22.873 0.164 0.305 -0.085
O -19.033 -5.494 22.382 0.274 -0.147 0.141
O -29.231 3.316 -5.745 0.6 -0.224 -0.314
O -4.269 -1.375 -3.343 -0.528 0.344 0.242
O -29.623 -0.887 -3.583 -0.28 -0.426 0.111
O -17.818 -7.726 25.841 -0.189 -0.327 -0.631
O -5.321 7.953 -6.324 -0.179 0.001 0.582
O 31.084 -1.145 -2.748 -0.028 -0.02 -0.318
O -23.274 1.972 -1.161 0.191 0.029 -0.333
O -22.583 7.094 23.04 0.111 -0.345 0.218
O -0.67 -6.951 25.079 0.318 0.17 -0.478
O 21.579 -5.156 -0.604 -0.054 -0.01 -0.404
O 21.976 -0.107 -0.519 0.02 -0.148 -0.588
O 9.007 -7.215 -2.951 0.167 -0.428 -0.511
O 17.306 -6.821 -1.649 -0.479 0.129 -0.172
O -32.587 5.494 -0.394 -0.229 0.075 0.018
O -6.063 -4.189 -5.628 0.469 -0.224 0.055
O -27.238 -2.679 22.26 -0.238 -0.204 0.59
O -1.746 4.648 -6.131 0.47 -0.55 0.335
O -16.131 -7.172 -3.099 0.013 0.62 0.217
O 19.264 -0.961 -3.648 -0.069 0.333 0.469
O 26.947 -2.916 21.965 0.151 0.062 0.523
O 31.706 1.183 -1.609 -0.401 0.524 -0.085
O -17.537 -3.443 -6.335 -0.075 -0.205 -0.077
O 0.373 0.161 24.426 0.084 -0.011 -0.385
O 19.058 -5.956 -3.441 0.297 -0.344 0.202
O 5.092 -5.286 -0.276 0.115 0.201 -0.457
O 4.013 0.45 -4.035 -0.129 0.423 -0.33
O -28.285 -4.474 -1.259 -0.051 0.036 -0.423
O 10.152 0.282 -0.325 0.533 -0.378 0.509
O -20.451 0.304 25.121 -0.604 0.148 -0.141
O -18.853 -8.098 -0.39 0.192 0.052 -0.063
O 10.972 -0.054 -5.042 0.382 -0.033 -0.18
O -7.543 -4.999 -3.551 0.351 -0.602 0.364
O -13.708 5.653 25.42 -0.224 0.436 0.412
O 11.1 6.821 25.854 0.052 0.512 0.055
O 7.124 -6.707 -1.171 0.312 0.337 -0.258
O -23.375 -6.782 23.008 -0.078 -0.111 -0.436
O -17.706 7.562 -4.27 -0.444 -0.17 0.237
O 14.862 -4.885 -1.563 0.394 -0.571 -0.085
O -27.929 7.706 -6.3 -0.076 -0.118 -0.078
O 9.788 5.4 -1.05 -0.191 -0.661 0.298
O -23.888 4.883 -5.414 -0.111 -0.159 -0.053
O -14.652 -7.477 -1.016 0.663 -0.219 -0.211
O 3.774 6.787 22.999 0.112 -0.671 0.493
O -0.576 -0.427 -3.342 -0.362 0.058 -0.026
O -15.562 2.361 -3.14 -0.086 -0.097 0.215
O 5.081 5.531 -0.485 0.184 -0.118 -0.249
O -0.926 -5.495 -5.918 -0.08 0.216 -0.367
O -26.351 -6.321 -1.074 -0.017 0.059 -0.33
O -6.204 -6.544 25.038 -0.153 0.413 -0.096
O 11.2 -0.958 25.081 -0.475 -0.085 -0.332
O 5.809 -5.484 -3.145 0.027 -0.005 0.323
O -0.751 -7.74 -4.69 0.002 -0.031 0.049
O -17.557 -1.774 -2.453 -0.251 0.055 0.025
O 13.226 -7.126 -5.939 0.27 -0.52 -0.544
O 12.992 -4.513 24.594 -0.403 -0.077 0.118
O 17.767 6.654 23.796 -0.033 -0.449 -0.265
O -21.914 3.128 -5.48 0.294 0.114 -0.312
O 22.483 5.503 -3.43 -0.082 0.144 -0.634
O -21.714 0.12 -0.183 -0.13 -0.082 -0.388
O 27.343 5.576 -0.019 0.018 -0.003 0.07
O 3.128 7.081 -1.308 -0.395 -0.248 -0.203
O -12.533 1.683 -7.094 0.192 -0.389 0.014
O 28.631 4.86 -3.938 0.187 -0.252 -0.292
O -31.626 -6.074 -5.044 0.066 0.231 0.698
O 11.864 6.638 -1.86 -0.413 0.072 0.303
O 22.396 -6.569 -6.16 -0.109 -0.227 0.539
O -8.503 -7.525 -1.309 0.132 0.517 -0.027
O -3.949 -4.01 -2.716 -0.639 -0.051 -0.11
O 21.318 6.881 -1.517 0.364 0.02 0.128
O 26.611 4.434 -2.441 -0.271 0.182 0.477
O 27.357 0.269 -3.719 -0.002 -0.397 0.08
O 9.59 6.126 22.796 0.338 0.039 0.42
O -6.936 2.354 23.284 0.019 0.283 0.212
O -3.235 -1.454 -5.712 0.541 0.087 0.282
O -14.578 4.606 -3.901 -0.299 -0.322 -0.454
O -29.97 -2.511 -0.405 -0.084 0.123 -0.238
O 3.795 1.136 -1.485 0.623 0.03 -0.222
O 24.517 2.765 -0.35 -0.112 0.3 -0.605
O -19.072 5.521 -3.206 0.302 0.246 0.286
O 16.601 -2.561 21.93 -0.072 0.129 0.267
O -7.802 2.597 -3.17 0.05 0.228 -0.328
O -27.836 5.39 -5.068 0.334 0.07 0.145
O 29.258 -4.434 24.624 -0.436 -0.125 -0.531
O -27.667 0.536 -0.908 -0.274 -0.412 -0.121
O -4.304 -6.962 23.26 0.106 -0.194 0.512
O -7.426 -0.01 -2.894 0.583 -0.079 -0.165
O 17.207 3.602 25.446 -0.227 0.256 -0.1
O -2.813 6.972 -6.085 0.543 0.226 -0.137
O -8.975 -1.251 -1.089 0.14 -0.147 -0.298
O -11.979 -3.329 22.979 -0.3 0.295 0.41
O 18.718 -6.7 26.147 -0.675 -0.084 0.031
O 19.533 4.799 -3.684 0.132 0.036 0.085
O -20.077 -6.821 -4.001 0.25 -0.373 0.124
O 8.799 8.108 25.43 -0.291 -0.087 -0.47
O -1.876 -4.665 -1.396 -0.039 0.051 -0.28
O -9.471 -4.001 22.96 0.157 -0.067 -0.683
O 13.592 7.359 25.426 -0.255 0.143 0.03
O 7.433 -3.506 -3.578 -0.076 0.342 -0.22
O -9.327 6.364 -5.773 -0.581 -0.322 0.025
O -5.595 -0.13 -0.142 -0.114 0.038 -0.481
O -26.989 5.482 -0.404 -0.032 0.156 -0.185
O 23.649 -6.559 -1.464 0.442 0.164 -0.054
O 8.134 2.205 -6.334 0.224 0.031 -0.399
O 6.355 7.976 -6.807 -0.104 -0.459 0.539
O 14.65 -2.301 -5.904 0.356 0.105 -0.256
O -25.634 1.68 -2.259 -0.375 0.13 -0.099
O 0.737 0.457 -5.399 0.23 -0.457 -0.069
O -18.291 -5.254 25.233 -0.66 0.285 -0.145
O -22.9 6.221 -1.179 -0.121 -0.602 -0.057
O 10.776 2.597 -4.659 -0.138 0.001 0.079
O -0.487 2.093 -3.729 0.133 0.343 -0.347
O 19.456 2.293 24.834 -0.203 -0.252 0.474
O -0.661 2.178 25.666 0.481 0.15 0.053
O -2.301 -2.443 25.5 0.272 -0.027 -0.069
O -14.768 -0.562 25.98 0.081 0.319 -0.1
O 19.437 -4.8 -5.812 0.067 0.419 -0.319
O 8.43 -5.657 25.184 0.258 0.311 0.147
O 11.365 -6.833 -4.03 0.108 0.008 0.104
O -18.833 2.611 -0.289 -0.1 0.077 -0.073
O 17.662 1.62 -6.266 0.074 0.039 -0.057
O -11.777 -8.052 -3.505 -0.468 0.07 -0.228
O -19.488 5.715 25.967 -0.219 -0.037 -0.157
O 31.084 7.287 -1.486 -0.195 0.12 -0.104
O -1.375 6.635 -1.615 -0.241 0.443 -0.185
O 14.245 -6.76 24.06 -0.225 -0.307 -0.488
O -12.058 -4.233 -1.563 -0.092 -0.072 -0.551
O 25.653 -7.283 -3.074 0.003 0.488 -0.316
O -13.534 -5.253 22.213 -0.256 0.17 0.059
O -12.813 6.555 23.134 -0.213 0.28 0.153
O -13.68 -2.638 -0.443 0.257 -0.22 -0.566
O -14.703 1.375 -5.495 0.095 0.208 0.281
O 16.069 -8.136 25.09 0.179 -0.205 0.261
O 6.019 0.968 -5.599 -0.135 0.412 0.161
O 3.028 -0.034 24.933 0.311 -0.259 0.325
O -10.946 5.24 -0.113 -0.329 0.076 0.047
O -28.468 -6.771 -2.594 0.354 0.031 -0.622
O -14.245 -2.221 -5.82 -0.311 -0.388 0.253
O -7.031 -6.531 -5.607 0.05 -0.225 0.519
O 29.825 -2.609 -5.741 -0.476 0.422 -0.244
O 0.272 5.13 -0.315 0.206 0.12 -0.145
O -7.042 -3.653 -1.255 0.073 0.414 -0.233
O 1.418 -1.534 26.135 -0.15 -0.647 0.087
O -19.5 -4.906 -5.672 -0.479 0.471 -0.188
O 13.55 -2.046 25.236 0.488 0.08 0.287
O -12.985 2.694 -3.063 0.005 0.019 0.269
O -7.971 7.212 -3.643 0.232 0.511 0.012
O -21.513 -1.377 -5.563 -0.116 -0.627 0.204
O 29.124 4.421 -1.382 0.491 0.348 -0.287
O -9.735 -0.411 -5.926 0.331 -0.608 -0.297
O -21.865 -5.955 -5.743 -0.226 0.015 -0.832
O 5.141 -3.727 -4.978 0.161 -0.36 -0.408
O -19.298 3.37 -6.17 -0.186 0.074 -0.429
O 14.403 -0.691 -3.828 -0.197 -0.128 0.412
O 15.599 3.374 -6.396 0.063 -0.246 0.15
O -19.583 4.999 22.381 0.179 0.191 0.22
O 18.483 6.49 -5.245 -0.394 -0.349 -0.079
O -31.672 2.756 -6.413 -0.164 0.381 0.381
O 20.79 -0.043 24.771 -0.386 0.059 0.599
O -16.721 1.698 25.902 -0.019 -0.228 -0.519
O 23.255 6.583 -5.968 -0.041 0.258 0.467
O 6.495 -8.009 -3.313 0.086 -0.39 -0.546
O 27.1 -5.306 -0.463 0.077 0.232 -0.247
O 15.567 -5.822 -6.29 0.255 -0.01 0.209
O 18.491 -3.423 -3.779 -0.094 -0.113 -0.189
O -1.084 7.488 23.276 0.267 0.398 0.072
O 28.817 5.148 22.755 0.351 -0.141 -0.06
O 28.817 2.623 -5.205 0.172 0.302 0.24
O -31.809 7.652 -5.4 0.387 -0.035 -0.454
O -22.575 -6.582 -3.269 -0.573 -0.158 0.347
O 25.829 -3.691 -5.219 -0.265 -0.13 0.291
O 10.755 0.913 -2.708 -0.283 0.54 0.286
O -30.186 7.634 -3.35 0.023 -0.142 -0.113
O 3.998 3.692 -6.33 0.111 0.239 0.863
O 31.791 -0.078 25.359 0.337 0.502 0.154
O 27.127 2.949 25.028 -0.243 -0.029 0.574
O 31.418 -4.143 23.05 0.61 0.182 0.105
O -2.412 -5.93 -3.738 -0.267 -0.039 0.066
O -24.357 2.378 -5.915 -0.502 0.149 -0.241
O 19.411 4.92 24.954 0.454 -0.2 0.748
O -18.973 -1.214 -5.821 0.11 -0.224 -0.115
O 13.371 -2.842 -0.759 0.256 -0.141 -0.04
O 24.661 3.084 24.024 -0.019 -0.17 0.216
O 3.131 -1.323 -2.309 0.085 0.04 -0.028
O -32.232 3.64 25.627 -0.095 0.559 -0.249
O 8.34 -0.115 -5.22 -0.017 0.023 0.583
O 5.118 -6.731 -5.225 -0.308 0.193 0.234
O 26.89 -1.375 -5.611 -0.097 -0.159 -0.484
O 23.559 -6.61 22.782 0.158 -0.228 0.204
O -15.21 -8.114 25.643 0.512 -0.525 -0.187
O -26.004 1.477 23.709 -0.082 -0.145 -0.19
O 1.681 0.801 -2.944 -0.09 0.522 -0.025
O 1.491 2.6 -6.635 -0.131 0.329 0.427
O 13.314 0.486 24.869 -0.07 0.1 0.539
O 19.28 2.206 -3.701 -0.216 -0.242 -0.451
O -27.598 -2.589 26.078 -0.041 0.065 -0.522
O 28.197 -6.666 25.406 -0.149 -0.377 0.585
O -30.221 0.899 -5.327 -0.018 -0.476 -0.16
O -15.61 -5.564 24.967 0.349 0.252 0.097
O 27.224 3.742 -6.941 0.384 0.383 -0.087
O -5.844 -1.611 -5.462 -0.497 0.429 -0.048
O -14.597 7.063 -3.004 0.065 0.027 0.109
O -30.633 -7.273 -1.195 -0.293 0.063 -0.346
O 26.861 1.196 -6.188 -0.478 -0.227 -0.709
O -5.527 5.306 -0.173 0.163 0.201 -0.465
O 26.617 7.786 24.789 -0.408 0.118 0.536
O 29.143 -5.084 -5.163 0.121 -0.48 0.118
O -12.362 -1.155 25.308 0.292 0.421 0.24
O -23.255 7.345 -6.182 0.358 0.13 0.042
O -19.56 6.475 -5.644 -0.548 -0.249 -0.141
O 17.902 -4.276 25.562 -0.039 0.229 -0.585
O -25.928 -3.373 -5.223 0.117 -0.241 0.107
O -32.376 -5.447 -0.45 0.014 -0.17 -0.523
O 24.943 5.006 -7.091 -0.595 0.037 -0.015
O 9.333 -3.59 -1.718 0.282 0.012 -0.168
O -1.675 1.923 -1.291 -0.396 0.011 -0.192

Results
total energy: -406613.602 eV
total energy less fixed offsets of O -438.25, Si -107.07 eV per atom: -0.802 eV
